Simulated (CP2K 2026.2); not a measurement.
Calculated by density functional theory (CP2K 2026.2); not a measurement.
Periodic cell of 2016 atoms, Si1440O576, from a study of silicon, its oxide and their interface. The atomic structure is a simulated model.
Doubt: the forces sum to 4.10 eV/angstrom along one axis rather than to zero, so they err by at least 0.0020 eV/angstrom per atom on average; the grid cutoff is modest.

Settings
functional: PBE
method: Gaussian and plane waves
basis set: DZVP-MOLOPT-SR-GTH
pseudopotentials: GTH-PBE
grid cutoff: 300 Ry, relative cutoff 40 Ry
k points: Gamma only
occupations: fixed
spin: none
net charge: 0

Cell vectors (angstrom)
a	65.28	0	0
b	0	16.32	0
c	2.7726	-8.0281	33.2539

Atoms and the computed forces on them: element, x, y, z (angstrom), force x, y, z (eV/angstrom)
Si	1.643	-1.398	0.12	-0.25	0.171	0.738
Si	4.019	1.579	0.217	0.129	-0.094	0.696
Si	1.887	3.737	0.554	-0.014	-0.169	0.659
Si	4.43	6.37	0.292	-0.056	0.153	0.705
Si	1.174	-6.608	0.118	0.142	-0.035	0.69
Si	3.8	-3.732	0.081	0.273	-0.25	0.745
Si	7.166	-1.613	0.061	-0.16	0.17	0.771
Si	9.988	1.011	0.126	-0.353	0.255	0.713
Si	6.76	4.349	0.395	0.017	-0.115	0.701
Si	9.544	6.988	0.089	0.14	-0.217	0.721
Si	7.17	9.086	0.023	-0.123	0.231	0.731
Si	-6.905	-3.644	-0.251	0.242	-0.341	0.747
Si	-4.177	-1.086	-0.008	0.127	-0.113	0.789
Si	-1.414	1.624	0.091	0.14	-0.15	0.794
Si	-3.571	3.88	0.156	-0.227	0.005	0.654
Si	-1.361	6.875	0.203	0.256	-0.179	0.726
Si	-3.622	-7.236	-0.082	-0.228	0.36	0.648
Si	-0.988	-4.33	0.036	-0.139	0.093	0.724
Si	2.845	0.032	1.521	-0.016	0.002	-0.065
Si	5.582	2.706	1.565	-0.006	0.015	-0.072
Si	2.998	5.32	1.786	0.023	0.02	-0.032
Si	5.562	8.085	1.421	0.016	0.014	-0.063
Si	2.781	-5.423	1.368	0.003	0.036	-0.075
Si	5.542	-2.749	1.337	0.007	-0.002	-0.047
Si	8.282	-0.032	1.403	0.003	-0.007	-0.077
Si	-5.299	2.68	1.223	-0.014	0.001	-0.046
Si	8.366	5.516	1.547	0.027	0.021	-0.039
Si	-5.25	8.134	1.32	0.012	-0.014	-0.034
Si	8.231	-5.503	1.291	-0.003	0.01	-0.037
Si	-5.352	-2.677	1.246	-0.019	0.005	-0.08
Si	-2.619	0.042	1.335	-0.013	0.008	-0.07
Si	0.148	2.606	1.56	-0.041	-0.017	-0.041
Si	-2.507	5.378	1.557	-0.009	-0.015	-0.021
Si	0.147	8.115	1.473	0.012	-0.016	-0.034
Si	-2.614	-5.515	1.232	0.012	-0.034	-0.028
Si	0.097	-2.696	1.341	0.011	-0.022	-0.044
Si	1.462	1.271	2.927	0.016	0.01	0.024
Si	4.317	3.979	3.081	0.008	-0.041	0.05
Si	1.516	6.782	2.845	-0.024	-0.005	0.025
Si	4.183	9.519	2.702	-0.004	0.002	0.002
Si	1.441	-4.059	2.751	-0.018	-0.016	0.036
Si	4.238	-1.378	2.772	0.009	-0.004	0.023
Si	6.947	1.302	2.812	-0.004	-0.023	0.028
Si	9.622	4.036	2.845	0.026	0.007	0.021
Si	6.94	6.826	2.882	-0.025	-0.016	0.032
Si	9.595	-6.768	2.788	-0.014	0.009	0.02
Si	6.863	-4.156	2.707	0.001	0.006	0.02
Si	-6.696	-1.372	2.68	0.016	-0.001	0.032
Si	-3.988	1.375	2.699	-0.002	-0.009	0.042
Si	-1.153	4.044	2.883	0.008	-0.014	0.027
Si	-3.979	6.756	2.749	-0.007	-0.001	0.014
Si	-1.294	-6.831	2.735	0.006	0.028	0.03
Si	-3.992	-4.107	2.554	0.022	0.011	0.003
Si	-1.289	-1.366	2.681	0.013	0.019	-0.009
Si	0.053	-0.092	4.16	-0.011	0.004	0.002
Si	2.818	2.652	4.277	-0.006	0.012	-0.007
Si	0.15	5.444	4.205	0.002	-0.005	0.014
Si	2.855	8.183	4.136	0.017	-0.005	0.011
Si	0.067	-5.441	4.079	-0.004	-0.004	-0.009
Si	2.832	-2.732	4.112	-0.013	-0.019	-0.01
Si	5.565	-0.041	4.172	-0.011	0.01	0.004
Si	8.265	2.682	4.196	-0.01	-0.005	-0.003
Si	5.644	5.44	4.293	0.024	-0.004	-0.008
Si	8.271	-8.118	4.204	0.001	0.003	0.007
Si	5.521	-5.471	4.113	0.001	-0.001	0.02
Si	8.166	-2.783	4.171	-0.008	-0.005	-0.006
Si	-5.349	-0.005	4.035	-0.011	0.005	-0.007
Si	-2.63	2.696	4.108	-0.004	-0.002	-0.018
Si	-5.384	5.391	4.017	-0.003	0.005	0.008
Si	-2.647	8.143	4.094	0.01	0.008	0.004
Si	-5.351	-5.42	3.959	-0.01	-0.002	0.021
Si	-2.662	-2.751	3.983	-0.024	-0.003	0.005
Si	1.343	-1.361	16.335	0.011	0.007	-0.002
Si	4.034	1.338	16.32	0	0.01	-0.003
Si	1.294	4.069	16.288	-0.01	0.009	-0.001
Si	4.027	6.794	16.341	0.015	-0.009	-0.012
Si	1.318	-6.782	16.325	-0.009	-0.006	0.004
Si	4.042	-4.035	16.367	-0.001	0.003	-0.011
Si	6.777	-1.384	16.4	0.006	-0.01	0.003
Si	-6.859	1.366	16.165	-0.011	0.003	-0.01
Si	6.766	4.057	16.381	0.015	-0.012	-0.005
Si	-6.821	6.817	16.14	0.005	0.008	-0.003
Si	6.731	-6.775	16.345	-0.011	0.008	-0.008
Si	-6.84	-4.087	16.194	0.008	-0.011	-0.002
Si	-4.123	-1.349	16.218	0.005	-0.002	-0.001
Si	-1.381	1.371	16.257	0.003	0.022	-0.012
Si	-4.115	4.084	16.183	0.013	0.001	-0.005
Si	-1.372	6.824	16.226	0	0.004	-0.005
Si	-4.127	9.565	16.196	-0.01	-0.004	-0.012
Si	-1.389	-4.064	16.252	0.011	0.005	-0.005
Si	2.734	-0.037	17.718	0.003	-0.016	-0.019
Si	5.344	2.705	17.689	0.003	-0.006	0.012
Si	2.619	5.435	17.655	0	-0.007	-0.003
Si	5.369	8.185	17.681	-0.01	0.01	0.008
Si	2.64	-5.373	17.683	0.003	0	0.011
Si	5.396	-2.708	17.791	0.009	0.007	-0.003
Si	8.148	-0.016	17.732	0.007	-0.004	0.012
Si	-5.491	2.719	17.517	-0.002	-0.001	-0.016
Si	8.144	5.44	17.695	-0.005	-0.005	-0.017
Si	-5.52	8.221	17.511	0.011	0.006	0.007
Si	8.026	-5.405	17.742	-0.006	0.015	-0.007
Si	-5.469	-2.741	17.55	-0.001	0.01	0.012
Si	-2.788	0.044	17.577	0.014	-0.007	-0.015
Si	-0.021	2.684	17.668	0.001	-0.003	0.023
Si	-2.734	5.439	17.519	-0.006	-0.015	0.012
Si	-0.064	-8.147	17.662	-0.004	-0.001	-0.003
Si	-2.753	-5.427	17.581	-0.007	-0.001	0.003
Si	-0.072	-2.703	17.651	-0.003	-0.01	0.007
Si	1.363	1.298	19.046	-0.015	0.031	-0.027
Si	3.913	4.038	19.02	-0.026	-0.029	-0.03
Si	1.283	6.806	19.027	-0.003	-0.008	-0.017
Si	4.009	-6.73	19.011	0.019	0.01	-0.013
Si	1.27	-4.019	19.068	0.013	-0.013	-0.027
Si	4.093	-1.325	19.191	0.007	0.03	0.006
Si	6.714	1.336	19.013	0.006	-0.023	-0.041
Si	-6.829	4.093	18.848	-0.018	-0.009	-0.001
Si	6.719	6.771	18.984	-0.009	0.009	-0.046
Si	-6.9	9.518	18.94	0.01	-0.033	-0.015
Si	6.713	-4.054	19.204	0.009	-0.03	-0.006
Si	9.546	-1.392	19.052	0.004	0.034	-0.025
Si	-4.167	1.39	18.924	0.024	0.002	-0.003
Si	-1.439	4.069	18.941	-0.019	0.024	-0.049
Si	-4.082	6.884	18.767	0.032	0.005	-0.038
Si	-1.433	-6.761	18.999	0.003	-0.002	-0.018
Si	-4.092	-4.077	18.943	0.003	0.029	-0.011
Si	-1.457	-1.305	18.945	0	0.013	-0.033
Si	-0.074	-0.028	20.347	0.002	0	0.049
Si	2.698	2.612	20.485	0.023	0.005	0.07
Si	-0.062	5.389	20.333	-0.021	-0.017	0.066
Si	2.6	8.26	20.329	-0.021	0.018	0.034
Si	-0.134	-5.399	20.412	0.005	-0.003	0.042
Si	2.629	-2.644	20.473	-0.02	-0.007	0.061
Si	5.508	0.03	20.573	0.021	-0.013	0.097
Si	8.048	2.78	20.249	0.002	0.002	0.047
Si	5.257	5.471	20.258	0.011	0.022	0.029
Si	8.005	8.103	20.402	-0.003	-0.002	0.042
Si	5.305	-5.44	20.53	-0.027	0.004	0.055
Si	8.157	-2.634	20.451	-0.013	-0.02	0.088
Si	-5.565	-0.007	20.175	0.006	-0.003	0.046
Si	-2.857	2.75	20.318	0.031	-0.006	0.048
Si	-5.425	5.52	20.049	0.002	0.017	0.054
Si	-2.803	-8.158	20.279	-0.017	-0.015	0.081
Si	-5.492	-5.443	20.247	0.006	-0.009	0.042
Si	-2.811	-2.626	20.319	-0.026	-0.014	0.032
Si	1.047	-1.51	21.811	0.197	0.201	-0.66
Si	4.436	1.658	21.878	-0.302	-0.214	-0.744
Si	0.976	3.701	21.62	0.154	0.167	-0.774
Si	4.14	7.063	21.576	0.007	-0.083	-0.638
Si	1.426	-6.558	21.725	-0.188	-0.185	-0.73
Si	3.635	-4.293	21.784	0.266	0.124	-0.728
Si	7.325	-0.912	21.817	-0.271	-0.097	-0.735
Si	-7.06	1.152	21.525	0.086	0.152	-0.706
Si	6.493	3.988	21.52	0.132	-0.014	-0.689
Si	-6.538	6.909	21.545	-0.276	-0.082	-0.678
Si	6.421	-7.138	21.751	0.062	0.207	-0.734
Si	9.555	-3.894	21.818	-0.106	-0.118	-0.733
Si	-4.494	-1.52	21.576	0.228	0.079	-0.707
Si	-1.299	1.537	21.556	-0.167	-0.148	-0.736
Si	-3.94	4.472	21.496	-0.034	-0.232	-0.743
Si	-1.642	6.575	21.575	0.135	0.145	-0.754
Si	-4.444	-7.067	21.572	0.183	0.105	-0.709
Si	-1.224	-3.719	21.644	-0.129	-0.196	-0.669
Si	-6.092	-6.483	-4.348	-0.043	-0.051	0.074
Si	2.594	-5.44	-6.427	0.026	-0.033	-0.02
Si	-3.478	-7.503	-3.089	-0.051	-0.03	0.112
Si	4.747	-4.445	24.487	-0.009	0.01	0.038
Si	6.855	2.209	-6.989	0.114	-0.062	-0.076
Si	-5.885	4.97	23.751	-0.021	0.071	-0.177
Si	-9.273	-6.623	24.613	-0.126	-0.048	-0.037
Si	6.845	-7.153	-2.978	-0.076	0.048	0.073
Si	3.191	-0.264	-5.902	-0.096	0.03	0.026
Si	-2.153	-3.087	24.322	-0.055	0.041	-0.058
Si	4.975	-5.326	-4.848	-0.01	-0.121	0.055
Si	6.566	7.1	-4.927	0.112	-0.132	-0.034
Si	1.754	-0.628	24.818	-0.012	0.058	-0.111
Si	-2.736	-0.232	23.731	-0.077	0.031	-0.144
Si	-5.303	5.192	-1.98	0.013	0.032	-0.025
Si	5.923	0.377	-1.983	-0.038	0.01	0.234
Si	-8.55	3.78	-4.903	-0.065	0.064	0.082
Si	-9.965	6.651	-4.549	0.036	0.07	-0.054
Si	-6.346	2.215	24.395	-0.126	0.029	-0.111
Si	1.184	4.367	24.592	-0.086	-0.132	-0.05
Si	-2.74	-2.907	-2.176	-0.002	0.001	0.168
Si	4.548	3.918	-3.626	-0.05	-0.01	-0.034
Si	-2.864	-0.251	-6.381	-0.078	-0.038	-0.02
Si	-3.386	5.848	-4.076	-0.051	0.094	-0.083
Si	-3.149	-6.81	24.331	-0.102	-0.103	-0.037
Si	-4.462	-4.409	25.643	0.014	-0.001	-0.123
Si	-0.829	4.071	-3.979	0.018	-0.01	-0.057
Si	-0.942	-1.505	-4.329	-0.075	0.004	0.203
Si	2.385	1.888	-3.92	-0.074	0.101	-0.08
Si	-0.437	-7.908	23.841	-0.02	0.043	-0.129
Si	-7.606	3.064	-2.044	-0.034	-0.016	0.088
Si	5.74	5.624	25.808	0.066	-0.021	0.042
Si	7.333	-0.998	24.797	0.017	0.111	-0.062
Si	3.132	6.507	24.393	0.063	0.001	-0.114
Si	4.536	0.575	24.87	0.064	-0.057	-0.214
Si	-0.68	-6.417	-4.034	-0.007	-0.004	0.041
Si	-1.271	3.745	26.072	0.09	0.006	0.024
Si	3.759	-7.019	25.525	-0.009	0.019	0.107
Si	3.265	-4.394	-2.801	-0.044	0.115	0.235
Si	9.385	3.753	25.927	0.022	-0.033	0.038
Si	0.381	0.4	-2.189	0.052	-0.09	0.156
Si	-1.666	-6.294	-6.939	-0.094	0.03	-0.021
Si	0.392	5.311	-1.707	-0.079	0.011	0.079
Si	0.862	-3.9	-4.223	0.072	-0.04	0.094
Si	-7.374	7.878	26.129	0.047	0.057	0.044
Si	1.513	4.39	-5.757	0.029	-0.062	0.039
Si	-8.819	-7.212	-3.202	-0.048	0.049	0.074
Si	3.004	6.492	-2.488	0.078	-0.122	0.101
Si	7.256	3.117	-2.275	-0.075	-0.054	0.125
Si	-4.542	7.12	25.634	-0.055	0.051	-0.054
Si	-5.213	-2.07	-5.531	-0.021	-0.111	-0.077
Si	-2.635	5.098	-6.948	-0.066	0.072	0.046
Si	1.983	-7.283	-2.769	-0.041	0.016	0.096
Si	-1.437	2.297	-6.038	-0.016	-0.08	-0.067
Si	1.447	-1.416	5.493	0.003	-0.011	0.003
Si	4.194	1.287	5.566	0.002	-0.004	0.003
Si	1.468	4.067	5.563	0.006	0.001	0.015
Si	4.191	6.813	5.528	-0.01	0.005	-0.006
Si	1.441	9.53	5.452	-0.008	0	-0.005
Si	4.164	-4.105	5.479	0.008	0.011	0.004
Si	6.864	-1.411	5.557	-0.001	-0.007	0.011
Si	9.615	1.339	5.57	-0.001	-0.008	0.004
Si	6.954	4.042	5.606	-0.003	0.003	0.014
Si	9.612	6.787	5.543	-0.007	-0.013	-0.001
Si	6.875	-6.79	5.532	-0.004	0.007	0.014
Si	9.578	-4.099	5.535	0.003	0.018	-0.002
Si	-4.009	-1.389	5.37	0.011	0.003	0.003
Si	-1.298	1.318	5.467	0.006	0.007	0.01
Si	-4.022	4.067	5.409	0.003	0.004	0.008
Si	-1.284	6.801	5.47	-0.005	0.002	0.004
Si	-4.033	-6.788	5.372	-0.007	0.001	0.012
Si	-1.312	-4.081	5.401	-0.003	-0.003	0.002
Si	2.786	-0.052	6.875	0.004	0.001	-0.006
Si	5.534	2.688	6.907	-0.001	0.01	-0.006
Si	2.823	5.448	6.882	-0.005	-0.007	0
Si	5.526	-8.154	6.896	0.007	-0.011	0
Si	2.787	-5.449	6.834	0.002	0.005	-0.005
Si	5.489	-2.755	6.891	-0.016	-0.002	0.001
Si	8.236	-0.034	6.901	0.002	0.004	-0.008
Si	10.975	2.7	6.923	-0.006	-0.002	-0.004
Si	8.281	5.429	6.938	0.004	-0.015	0
Si	10.943	-8.194	6.944	0.004	0	0.001
Si	8.226	-5.445	6.908	-0.018	-0.003	-0.003
Si	-5.413	-2.733	6.693	-0.003	-0.004	0.003
Si	-2.678	-0.041	6.78	0.006	-0.013	-0.005
Si	0.052	2.692	6.836	-0.002	0.005	-0.003
Si	-2.673	5.431	6.778	-0.003	0.001	0.006
Si	0.076	8.168	6.809	-0.004	-0.006	-0.001
Si	-2.68	-5.438	6.747	-0.008	0	-0.001
Si	0.048	-2.76	6.806	0.007	-0.003	-0.004
Si	1.415	1.338	8.193	0.007	0.008	-0.003
Si	4.162	4.068	8.234	0	0.007	0.004
Si	1.418	6.805	8.188	0.012	0.003	-0.004
Si	4.133	-6.801	8.218	0	-0.004	-0.009
Si	1.405	-4.102	8.179	-0.009	-0.001	0.003
Si	4.13	-1.397	8.243	-0.016	-0.019	0.005
Si	6.88	1.329	8.265	-0.011	-0.005	-0.007
Si	9.62	4.06	8.291	0.017	0.035	-0.002
Si	6.874	6.787	8.253	0	-0.002	-0.009
Si	9.57	-6.818	8.275	-0.008	-0.005	-0.009
Si	6.856	-4.095	8.258	0.009	0.012	-0.004
Si	-6.784	-1.362	8.029	0.004	0	-0.001
Si	-4.058	1.343	8.093	-0.007	0.006	-0.002
Si	-1.327	4.069	8.15	-0.005	-0.009	-0.001
Si	-4.053	6.806	8.091	0.004	0.007	0.001
Si	-1.321	-6.791	8.124	0.006	0.008	-0.006
Si	-4.06	-4.079	8.08	0.003	0.001	-0.007
Si	-1.314	-1.382	8.143	0.001	0.013	-0.001
Si	0.03	-0.019	9.518	0	-0.011	0.004
Si	2.767	2.708	9.553	0	0.01	0.004
Si	0.035	5.433	9.507	-0.003	0.004	0.003
Si	2.763	-8.163	9.561	-0.01	-0.001	0.005
Si	0.024	-5.45	9.513	0.002	-0.014	0
Si	2.743	-2.746	9.563	-0.003	0.006	0.007
Si	5.488	-0.021	9.593	-0.001	-0.001	-0.005
Si	8.228	2.702	9.626	0.007	-0.003	-0.007
Si	5.505	5.428	9.602	0.005	-0.003	0.002
Si	8.207	-8.173	9.629	-0.003	-0.007	0.001
Si	5.479	-5.452	9.594	-0.004	-0.001	-0.001
Si	-8.16	-2.725	9.363	0.001	-0.002	0.001
Si	-5.438	-0.011	9.42	0.004	0.003	-0.002
Si	-2.709	2.704	9.469	-0.001	-0.005	-0.001
Si	-5.43	5.439	9.422	-0.006	-0.008	0
Si	-2.695	-8.157	9.456	0	-0.006	-0.001
Si	-5.435	-5.445	9.407	-0.001	-0.002	-0.002
Si	-2.706	-2.733	9.466	0	-0.006	0.001
Si	1.379	-1.37	10.893	0.003	-0.005	0.006
Si	4.116	1.351	10.926	0	0.004	0.001
Si	1.387	4.076	10.88	-0.001	-0.005	0.003
Si	4.117	-9.525	10.927	0.004	-0.006	-0.003
Si	1.374	-6.804	10.886	-0.002	0.006	0.004
Si	4.1	-4.094	10.928	-0.005	-0.002	0.001
Si	6.836	-1.372	10.963	0.007	0.004	0.001
Si	9.569	1.344	11.002	0.007	-0.002	0.005
Si	6.849	4.063	10.97	-0.002	0.013	-0.001
Si	9.555	-9.537	10.996	0.005	0.004	-0.008
Si	6.824	-6.814	10.963	-0.002	0.001	-0.007
Si	-6.806	-4.076	10.741	0.001	0.006	-0.001
Si	-4.077	-1.359	10.794	-0.001	0.003	-0.002
Si	-1.352	1.352	10.839	-0.001	0.018	-0.001
Si	-4.083	4.078	10.795	0.001	0.01	0
Si	-1.345	6.803	10.829	-0.002	0.004	-0.003
Si	-4.075	-6.791	10.784	0.004	-0.003	-0.003
Si	-1.35	-4.08	10.843	0.005	0.005	0.002
Si	2.732	-0.005	12.256	0	0.001	0.001
Si	5.466	2.704	12.307	0.001	-0.004	0.002
Si	2.739	5.431	12.254	0.003	0.012	0.004
Si	5.451	-8.165	12.312	0.002	0.002	0.005
Si	2.718	-5.447	12.26	-0.007	-0.012	-0.001
Si	5.446	-2.726	12.288	-0.004	-0.007	-0.001
Si	8.186	-0.014	12.333	-0.012	0.002	-0.005
Si	10.911	2.703	12.383	0.007	0.009	0.003
Si	8.184	5.429	12.346	0.011	0.001	0.004
Si	10.903	-8.183	12.365	-0.01	-0.008	0.002
Si	8.167	-5.447	12.324	0.002	-0.002	-0.003
Si	-5.457	-2.719	12.12	0.009	-0.004	-0.001
Si	-2.724	-0.009	12.176	0	-0.001	0.004
Si	0.002	2.713	12.205	-0.005	-0.004	0.005
Si	-2.724	5.44	12.155	0.006	-0.007	-0.004
Si	-0.003	8.154	12.215	-0.001	-0.012	0.002
Si	-2.73	-5.438	12.17	-0.001	-0.007	0.004
Si	0	-2.727	12.225	-0.004	0.004	0.004
Si	1.347	1.356	13.583	-0.003	0.016	0.002
Si	4.081	4.071	13.635	0.007	-0.001	0.007
Si	1.359	6.8	13.58	-0.003	-0.002	0.004
Si	4.058	-6.799	13.637	-0.006	0.01	0.001
Si	1.354	-4.08	13.6	0.015	-0.006	0
Si	4.08	-1.36	13.628	-0.001	0.003	0.006
Si	6.816	1.341	13.681	0.018	-0.005	0.004
Si	9.53	4.067	13.717	-0.001	0.002	-0.003
Si	6.803	-9.525	13.681	-0.007	0	0.002
Si	9.516	-6.812	13.68	-0.001	0.004	-0.009
Si	6.786	-4.084	13.655	-0.005	0.002	0.001
Si	9.529	-1.366	13.713	0.001	0.005	0.006
Si	-4.1	1.357	13.506	0.009	0.005	0.01
Si	-1.376	4.085	13.527	-0.013	0.018	-0.003
Si	-4.09	6.812	13.486	0.002	-0.002	-0.003
Si	-1.377	9.528	13.544	0	-0.002	0.007
Si	-4.099	-4.059	13.497	-0.012	0.015	0.002
Si	-1.364	-1.354	13.558	0.008	-0.015	0.004
Si	-0.006	-0.006	14.94	0.003	-0.003	0.01
Si	2.688	2.71	14.96	-0.01	-0.008	0.002
Si	-0.023	5.438	14.897	0.003	-0.007	0.004
Si	2.683	8.161	14.976	0	-0.006	0.009
Si	-0.025	-5.443	14.926	-0.003	0.001	-0.002
Si	2.7	-2.708	14.969	-0.002	-0.008	0.003
Si	5.434	-0.022	15.012	-0.003	0	0.005
Si	8.16	2.703	15.056	-0.001	0.001	0.006
Si	5.423	5.432	15.014	-0.002	0.006	0.012
Si	8.147	-8.145	15.04	0.015	0.006	0.006
Si	5.388	-5.414	14.997	-0.001	-0.005	0.005
Si	8.132	-2.732	15.027	-0.003	0	0.002
Si	-5.482	-0.006	14.838	-0.003	-0.006	0.008
Si	-2.735	2.716	14.867	0.005	0.007	0.002
Si	-5.46	5.444	14.81	-0.003	-0.002	0
Si	-2.756	8.171	14.876	0	0.001	0.009
Si	-5.478	-5.421	14.819	0.007	-0.006	0.005
Si	-2.747	-2.71	14.882	0.001	-0.005	0.004
Si	17.935	-1.838	0.136	-0.011	0.255	0.742
Si	20.409	1.33	0.419	-0.03	-0.028	0.417
Si	18.367	3.686	0.144	-0.145	-0.077	0.635
Si	20.756	6.49	0.525	0.052	0.002	0.72
Si	17.438	-6.629	0.138	0.174	-0.156	0.799
Si	20.14	-4.036	0.139	0.202	-0.032	0.662
Si	22.561	-0.923	-0.01	0.118	-0.1	0.702
Si	25.917	1.034	0.216	-0.17	0.365	0.733
Si	22.822	4.298	0.4	0.069	-0.077	0.71
Si	25.692	6.802	0.398	0.004	0.015	0.463
Si	23.521	9.036	-0.021	0.016	0.175	0.643
Si	9.395	-3.841	0.071	0.11	-0.212	0.746
Si	12.102	-1.308	0.523	0.184	0.001	0.736
Si	14.748	1.616	0.11	0.33	-0.211	0.701
Si	12.54	3.887	0.268	-0.219	0.185	0.802
Si	14.682	7.082	-0.024	0.284	-0.289	0.704
Si	12.489	-6.963	0.215	-0.159	0.176	0.716
Si	15.285	-4.353	0.13	-0.223	0.115	0.79
Si	18.983	-0.153	1.477	-0.018	-0.045	-0.024
Si	21.74	2.713	1.727	-0.013	-0.006	-0.081
Si	19.183	5.266	1.693	-0.051	-0.008	-0.042
Si	21.981	8.128	1.587	0.035	0.055	-0.023
Si	19.015	-5.534	1.511	-0.026	0.007	-0.034
Si	21.681	-2.699	1.329	0.003	-0.016	-0.042
Si	24.267	-0.034	1.454	-0.017	-0.028	-0.065
Si	10.962	2.678	1.479	0.012	-0.006	-0.066
Si	24.364	5.436	1.711	0.002	-0.001	-0.057
Si	10.978	-8.164	1.511	-0.006	0.002	-0.049
Si	24.644	-5.459	1.12	0.016	0.054	-0.051
Si	10.833	-2.823	1.67	-0.046	-0.026	-0.045
Si	13.743	-0.01	1.524	0.001	0.031	-0.037
Si	16.493	2.693	1.312	-0.032	0.017	-0.043
Si	13.718	5.486	1.455	0.008	0.006	-0.034
Si	16.318	-8.243	1.389	-0.004	-0.005	-0.048
Si	13.686	-5.435	1.482	0.03	-0.001	-0.028
Si	16.396	-2.853	1.544	-0.005	-0.011	-0.061
Si	17.665	1.276	2.812	0.012	0.027	-0.002
Si	20.439	4.011	3.141	0.027	-0.002	0.06
Si	17.703	6.735	2.788	0.002	0.027	0.002
Si	20.467	9.471	2.801	-0.003	-0.016	-0.002
Si	17.716	-4.188	2.938	0.008	0.007	0.026
Si	20.382	-1.445	2.859	-0.012	0.001	0.009
Si	23.12	1.335	2.96	0.026	-0.008	0.04
Si	25.765	4.028	2.902	0.02	-0.02	0.032
Si	23.138	6.82	3.094	-0.021	-0.029	0.052
Si	25.791	-6.699	2.817	-0.055	0.014	0.002
Si	23.168	-4.104	2.573	0.043	-0.009	-0.026
Si	9.527	-1.368	2.916	-0.007	0.039	0.042
Si	12.34	1.341	2.871	0	-0.001	0.032
Si	15.137	4.092	2.742	-0.004	-0.042	0.004
Si	12.311	6.758	2.854	0.008	-0.006	-0.004
Si	15.003	-6.871	2.834	0	0.002	0.019
Si	12.315	-4.14	2.884	0.003	-0.009	0.006
Si	15.063	-1.409	2.851	-0.013	-0.002	0.005
Si	16.362	-0.044	4.24	0.005	0.009	0.018
Si	19.001	2.602	4.29	-0.025	-0.009	-0.018
Si	16.382	5.419	4.214	-0.01	-0.005	0.012
Si	19.073	8.117	4.155	-0.004	-0.019	0.005
Si	16.335	-5.53	4.25	-0.01	-0.007	-0.005
Si	19.057	-2.779	4.258	-0.018	0.009	-0.008
Si	21.716	-0.055	4.237	-0.015	-0.019	-0.024
Si	24.456	2.696	4.31	-0.01	0.023	0.013
Si	21.767	5.445	4.406	0.022	-0.017	-0.002
Si	24.514	-8.077	4.285	0.035	-0.001	-0.004
Si	21.807	-5.414	4.093	0.034	0.022	-0.037
Si	24.361	-2.79	4.186	-0.016	-0.04	-0.02
Si	10.963	-0.025	4.221	-0.003	0.006	-0.007
Si	13.724	2.742	4.15	0.013	0.005	-0.015
Si	10.974	5.389	4.21	-0.003	0.024	0.006
Si	13.643	-8.195	4.221	0.005	0.013	-0.013
Si	10.953	-5.485	4.218	-0.025	-0.01	0.008
Si	13.665	-2.746	4.203	0.008	0.005	0.005
Si	17.694	-1.329	16.559	0.003	0.01	0.009
Si	20.399	1.329	16.568	0.015	-0.004	-0.009
Si	17.646	4.04	16.573	-0.019	-0.002	0.014
Si	20.422	6.814	16.519	-0.003	0.022	-0.004
Si	17.684	-6.766	16.522	-0.012	-0.018	0.011
Si	20.441	-3.998	16.483	0.003	0.007	-0.007
Si	23.094	-1.371	16.523	0.003	-0.018	0
Si	9.529	1.368	16.442	0.013	0.005	-0.014
Si	23.14	4.06	16.511	0.01	-0.014	0
Si	9.509	-9.514	16.392	-0.008	0.02	-0.008
Si	23.148	-6.779	16.44	-0.009	-0.007	-0.01
Si	9.46	-4.105	16.389	-0.004	-0.009	-0.01
Si	12.244	-1.353	16.435	0.01	0.009	-0.016
Si	15.001	1.373	16.526	0.015	0.02	-0.005
Si	12.231	4.053	16.491	-0.002	0.009	0.011
Si	14.923	-9.56	16.505	-0.004	0.008	-0.005
Si	12.178	-6.864	16.469	-0.012	-0.025	-0.002
Si	14.957	-4.054	16.492	0.01	0.023	-0.005
Si	19.075	-0.027	17.997	-0.009	-0.017	0.001
Si	21.784	2.691	17.896	0.014	0.007	-0.004
Si	19.059	5.419	17.848	0.011	-0.009	-0.006
Si	21.796	8.23	17.832	-0.005	0.006	0.014
Si	19.066	-5.317	17.809	-0.006	0.001	-0.007
Si	21.752	-2.702	17.98	-0.015	0.022	0.003
Si	24.516	-0.008	17.791	0.006	0.005	0.011
Si	10.893	2.683	17.868	0.003	-0.017	0.012
Si	24.548	5.444	17.799	-0.004	0.004	0.006
Si	10.82	-8.234	17.872	0.044	-0.021	0.042
Si	24.499	-5.43	17.811	0.011	0.009	-0.015
Si	10.854	-2.753	17.698	0.011	0.009	-0.008
Si	13.597	0.015	17.811	-0.024	-0.033	-0.035
Si	16.305	2.685	18.018	-0.018	-0.017	0.008
Si	13.543	5.414	17.894	-0.001	0.009	-0.005
Si	16.283	-8.168	17.816	0.019	0.001	-0.024
Si	13.537	-5.448	17.745	-0.021	0.003	-0.029
Si	16.287	-2.665	17.891	-0.032	-0.008	-0.007
Si	17.73	1.318	19.397	-0.011	0.025	-0.006
Si	20.402	4.062	19.244	-0.014	-0.008	-0.013
Si	17.708	-9.49	19.14	-0.04	0.023	0
Si	20.503	-6.58	19.141	0.035	0.051	-0.037
Si	17.702	-3.99	19.208	0.047	0.026	-0.03
Si	20.386	-1.388	19.467	0.008	-0.005	-0.005
Si	23.185	1.323	19.23	-0.015	0	-0.021
Si	9.511	4.139	19.099	0.012	0.045	-0.01
Si	23.179	6.826	19.127	0.027	0.003	-0.033
Si	9.327	-6.821	19.046	-0.015	-0.008	-0.022
Si	23.211	-4.066	19.256	-0.006	-0.025	-0.006
Si	25.925	-1.449	18.998	-0.029	-0.006	-0.046
Si	12.283	1.299	19.254	-0.008	0.024	-0.017
Si	14.83	4.051	19.325	-0.001	0.015	-0.022
Si	12.165	-9.624	19.331	-0.016	0.018	-0.024
Si	14.847	-6.808	19.098	-0.018	-0.014	-0.022
Si	12.142	-4.124	19.082	0.008	-0.01	-0.023
Si	14.865	-1.322	19.243	0.009	-0.003	-0.01
Si	16.224	-0.018	20.698	-0.006	0.019	0.048
Si	19.143	2.715	20.76	0.048	-0.022	0.024
Si	16.298	5.482	20.493	0.03	-0.006	0.006
Si	19.077	-7.945	20.32	-0.028	0.001	0.019
Si	16.259	-5.419	20.33	-0.023	0.019	0.02
Si	18.888	-2.719	20.854	-0.018	0.013	0.041
Si	21.919	-0.052	20.738	0.013	-0.015	0.051
Si	24.583	2.763	20.503	-0.002	-0.003	0.043
Si	21.795	5.507	20.47	-0.002	0.006	0.047
Si	24.47	8.143	20.58	0.006	0.011	0.032
Si	21.863	-5.336	20.704	-0.018	-0.026	0.051
Si	24.667	-2.727	20.522	0.003	-0.003	0.058
Si	10.921	-0.149	20.512	0.028	-0.044	0.031
Si	13.475	2.657	20.804	0.029	-0.003	0.071
Si	10.782	5.27	20.757	0.032	-0.031	0.032
Si	13.484	-8.071	20.565	-0.06	-0.014	0.038
Si	10.633	-5.409	20.35	-0.004	0.034	0.075
Si	13.447	-2.765	20.482	-0.01	0.016	0.041
Si	17.073	-1.651	22.155	0.434	0.199	-0.581
Si	20.928	1.656	22.025	-0.407	-0.251	-0.674
Si	17.473	3.986	21.865	0.313	0.247	-0.68
Si	20.567	-9.151	21.581	0.12	-0.094	-0.589
Si	17.44	-6.895	21.644	0.35	0.236	-0.663
Si	20.435	-4.012	22.101	-0.025	0.001	-0.691
Si	23.694	-1.129	21.951	-0.3	-0.146	-0.706
Si	9.423	1.351	21.437	0.021	0.015	-0.545
Si	23.036	4.025	21.787	0.27	0.136	-0.717
Si	9.56	6.998	21.779	-0.185	-0.284	-0.712
Si	22.873	-7.097	21.988	0.153	0.212	-0.697
Si	26.371	-3.91	21.631	-0.239	-0.047	-0.689
Si	11.914	-1.805	21.995	0.07	0.249	-0.668
Si	15.255	1.661	22.04	-0.398	-0.312	-0.654
Si	11.636	3.424	22.186	0.277	0.407	-0.636
Si	15.215	-9.157	21.705	-0.353	-0.24	-0.706
Si	11.681	-6.958	21.682	0.369	0.087	-0.658
Si	15.014	-4.003	21.653	-0.105	-0.095	-0.661
Si	9.072	-3.814	-5.917	-0.01	0.074	0.08
Si	20.113	4.437	26.006	-0.139	-0.229	0.129
Si	11.283	-5.158	-2.095	-0.084	0.037	0.189
Si	18.911	-5.891	24.13	0.121	-0.024	-0.153
Si	24.226	-2.446	-2.185	0.018	0.023	0.119
Si	13.124	4.346	24.726	-0.051	-0.15	-0.073
Si	7.651	-5.345	23.965	0.051	0.057	-0.234
Si	17.454	-0.928	-2.686	-0.053	-0.117	0.268
Si	15.326	1.233	-2.991	-0.168	0.081	0.213
Si	14.825	3.923	-6.82	-0.002	0.018	0.05
Si	28.492	1.242	26.104	0.019	-0.119	-0.136
Si	21.349	-6.091	-2.063	0.053	-0.005	0.25
Si	19.201	8.073	-1.776	0.002	0.004	-0.003
Si	15.066	2.283	24.912	0.166	-0.06	-0.088
Si	14.209	6.438	-2.978	-0.007	0.145	0.116
Si	19.487	0.368	-3.996	-0.013	0.021	-0.065
Si	9.858	3.63	-3.974	0.072	-0.054	0.156
Si	4.21	5.546	-5.882	-0.003	-0.056	-0.063
Si	13.032	-1.97	24.917	-0.013	-0.083	-0.133
Si	18.559	7.527	-6.405	-0.107	-0.086	0.075
Si	12.066	-6.548	24.583	-0.119	-0.059	-0.046
Si	12.968	-0.541	-3.556	-0.039	0.028	0.098
Si	22.14	-4.288	26.085	0.07	-0.04	-0.072
Si	11.41	5.633	-2.114	-0.02	0.084	0.157
Si	14.268	-4.686	24.469	-0.01	0.02	-0.073
Si	8.347	4.821	-6.279	0.065	0.097	0.15
Si	19.684	3.324	-4.331	0.026	-0.067	0.095
Si	15.222	-5.938	-6.966	-0.063	0.117	-0.032
Si	23.816	-6.435	24.995	-0.037	0.02	-0.304
Si	11.494	-0.45	-6.129	-0.033	-0.058	-0.006
Si	10.334	0.86	-2.867	-0.025	0.026	0.103
Si	24.965	5.011	23.926	0.024	0.084	-0.1
Si	20.567	-2.528	24.613	0.142	0.128	-0.128
Si	18.727	5.911	23.844	-0.132	-0.072	-0.024
Si	20.58	1.736	25.063	-0.021	0.011	-0.103
Si	9.51	-6.388	-4.294	0.058	-0.012	-0.008
Si	9.866	0.678	25.822	-0.057	-0.138	-0.044
Si	13.803	7.085	24.426	-0.019	0.177	-0.036
Si	17.66	-1.57	-5.403	-0.014	0.037	-0.062
Si	21.521	7.281	-5.892	-0.022	-0.03	0.133
Si	13.216	1.749	-6.901	0.004	-0.068	-0.061
Si	17.59	-1.603	25.111	-0.039	0.102	-0.086
Si	22.084	1.719	-4.254	-0.029	-0.014	0.014
Si	13.411	-2.982	-1.854	0.015	-0.074	0.074
Si	6.054	0.141	-5.036	0.036	-0.015	0.085
Si	18.318	5.252	-2.587	0.08	0.003	0.217
Si	10.128	-7.74	-6.937	-0.083	0.055	-0.001
Si	23.117	-4.761	-4.045	0.01	0.106	0.005
Si	24.187	-2.185	24.832	-0.019	0.019	-0.157
Si	7.928	5.584	23.893	0.002	0.091	-0.1
Si	8.888	-1.032	-4.833	0.042	0.057	0.108
Si	15.747	4.206	-4.057	-0.009	-0.085	0.003
Si	15.569	7.924	-5.502	0.079	-0.081	0.037
Si	22.741	0.049	-6.552	-0.039	-0.055	-0.017
Si	17.711	-1.399	5.607	0.014	0.003	0.01
Si	20.382	1.285	5.637	0.01	0.012	0.017
Si	17.687	4.04	5.606	0.01	0.001	0.006
Si	20.359	6.811	5.645	-0.006	0	0
Si	17.728	9.456	5.574	0.004	-0.01	-0.011
Si	20.449	-4.125	5.563	0.008	0.005	-0.004
Si	23.052	-1.424	5.592	0.019	0.011	-0.001
Si	25.79	1.358	5.663	0.015	-0.012	0.017
Si	23.127	4.06	5.683	-0.002	0.004	0.017
Si	25.827	6.82	5.611	0.001	-0.002	0.016
Si	23.093	-6.75	5.576	-0.011	0.006	0
Si	25.762	-4.069	5.582	-0.002	0.009	0.004
Si	12.309	-1.393	5.571	-0.001	0.021	0.01
Si	15.004	1.348	5.564	-0.017	0.004	0.013
Si	12.351	4.058	5.562	0.012	-0.021	-0.003
Si	15.009	6.769	5.575	-0.001	0.001	0.005
Si	12.291	-6.842	5.588	0.005	-0.013	0.008
Si	14.995	-4.122	5.579	-0.012	-0.009	-0.002
Si	19.038	-0.051	7.005	0.004	-0.008	-0.006
Si	21.735	2.684	6.984	0.006	0.004	-0.01
Si	19.027	5.414	6.981	0.009	0	-0.006
Si	21.74	-8.127	6.955	-0.012	0.007	-0.008
Si	19.072	-5.479	6.929	0.01	-0.012	0
Si	21.73	-2.758	6.984	-0.003	0.006	-0.009
Si	24.422	-0.044	6.952	0.003	0.008	0.001
Si	27.155	2.728	6.986	-0.005	0.003	0.004
Si	24.473	5.461	6.992	0.006	-0.012	-0.015
Si	27.186	-8.156	6.962	0.016	-0.013	-0.012
Si	24.44	-5.427	6.969	0.002	0.006	-0.013
Si	10.933	-2.747	6.916	-0.003	-0.005	-0.007
Si	13.651	-0.018	6.93	-0.014	0.001	0
Si	16.331	2.696	6.968	0.003	0.003	-0.009
Si	13.66	5.422	6.953	0	0.011	0.001
Si	16.362	8.122	6.95	0	-0.007	0.003
Si	13.636	-5.465	6.945	-0.01	0.006	0.003
Si	16.343	-2.759	6.951	-0.003	0.01	-0.002
Si	17.688	1.343	8.336	0.011	0.003	-0.004
Si	20.393	4.065	8.337	-0.006	0.001	0.001
Si	17.685	6.773	8.347	-0.013	-0.015	-0.001
Si	20.393	-6.806	8.347	0.014	-0.001	-0.006
Si	17.708	-4.117	8.304	0.013	0.014	-0.008
Si	20.391	-1.399	8.357	-0.007	-0.001	0.008
Si	23.093	1.328	8.332	-0.017	-0.019	-0.006
Si	25.812	4.088	8.345	0.022	0.018	0.003
Si	23.089	6.817	8.321	0.01	-0.009	-0.005
Si	25.808	-6.799	8.304	-0.004	-0.008	-0.009
Si	23.097	-4.087	8.347	0.006	0.002	0.003
Si	9.583	-1.381	8.277	0.002	0.003	0
Si	12.298	1.332	8.302	0.005	0	0.001
Si	14.991	4.061	8.333	-0.007	-0.007	0.001
Si	12.298	6.778	8.312	-0.01	-0.006	-0.003
Si	15.001	-6.822	8.304	0.003	0	-0.01
Si	12.278	-4.102	8.298	-0.007	-0.006	-0.004
Si	14.993	-1.383	8.305	0.006	0.007	-0.006
Si	16.334	-0.023	9.685	-0.006	-0.001	0
Si	19.037	2.712	9.7	0.007	0.01	0
Si	16.335	5.42	9.71	0.009	0.007	0.002
Si	19.04	-8.177	9.706	-0.004	-0.004	-0.005
Si	16.346	-5.463	9.681	-0.004	-0.014	-0.012
Si	19.034	-2.756	9.701	0.005	0.008	0.001
Si	21.742	-0.017	9.703	0.009	0.001	0.001
Si	24.449	2.709	9.685	0	0.005	-0.013
Si	21.744	5.44	9.69	-0.008	-0.002	-0.001
Si	24.458	-8.156	9.678	0.004	0.008	-0.003
Si	21.746	-5.448	9.708	-0.006	0.009	0.003
Si	8.207	-2.733	9.621	-0.008	0.002	-0.005
Si	10.93	-0.025	9.654	-0.009	0.003	-0.001
Si	13.634	2.696	9.68	-0.008	0.005	0.005
Si	10.942	5.421	9.669	0.008	-0.018	0.009
Si	13.644	-8.174	9.674	0	-0.006	-0.004
Si	10.918	-5.461	9.652	-0.004	0.005	0.001
Si	13.63	-2.739	9.668	-0.013	0.004	-0.004
Si	17.687	-1.376	11.052	0.004	-0.006	-0.004
Si	20.396	1.358	11.06	-0.01	-0.001	-0.004
Si	17.693	4.07	11.076	-0.007	-0.007	-0.001
Si	20.393	-9.534	11.076	0.004	0	0.007
Si	17.685	-6.815	11.071	0.004	-0.001	0.002
Si	20.394	-4.093	11.073	0.005	-0.005	0.002
Si	23.108	-1.364	11.054	0.004	0.009	0.001
Si	25.822	1.354	11.031	0.009	-0.009	0.006
Si	23.096	4.071	11.05	-0.001	0.007	0.006
Si	25.827	-9.522	11.019	0.01	-0.016	-0.008
Si	23.107	-6.809	11.056	0	-0.003	-0.001
Si	9.553	-4.09	10.995	-0.012	0.001	-0.001
Si	12.276	-1.38	11.034	0.006	-0.002	0.01
Si	14.986	1.342	11.048	0.001	0.006	-0.004
Si	12.28	4.059	11.037	-0.005	0.008	0.005
Si	14.983	6.792	11.059	-0.007	-0.005	-0.002
Si	12.273	-6.816	11.024	-0.002	-0.008	-0.005
Si	14.984	-4.096	11.041	0.01	0.011	-0.001
Si	19.038	-0.001	12.41	0.009	0.007	-0.007
Si	21.742	2.72	12.436	-0.004	-0.008	0.004
Si	19.041	5.428	12.455	-0.011	-0.001	0.001
Si	21.753	-8.165	12.428	0.003	0.003	0.002
Si	19.038	-5.447	12.434	0.002	0.002	0.001
Si	21.751	-2.717	12.418	-0.002	0.001	0.003
Si	24.464	0.001	12.405	-0.011	-0.002	-0.003
Si	27.205	2.717	12.36	0.004	0.011	0
Si	24.473	5.436	12.386	0.01	0.005	-0.002
Si	27.21	-8.16	12.339	-0.009	0.016	-0.004
Si	24.477	-5.439	12.386	0.013	0.002	0
Si	10.902	-2.741	12.38	-0.014	-0.004	0
Si	13.626	-0.012	12.404	0.009	0.011	0.001
Si	16.334	2.703	12.424	0.001	0.001	-0.005
Si	13.626	5.421	12.402	-0.004	-0.002	0.003
Si	16.328	8.146	12.442	-0.008	-0.008	-0.006
Si	13.617	-5.456	12.402	-0.006	-0.007	0
Si	16.333	-2.729	12.415	0.005	0.018	-0.004
Si	17.697	1.354	13.79	-0.01	-0.004	-0.005
Si	20.39	4.067	13.831	-0.002	0.005	0.012
Si	17.677	6.786	13.822	0.004	0.003	0.01
Si	20.397	-6.799	13.796	0	-0.004	0.004
Si	17.69	-4.071	13.795	0.001	0.001	0.001
Si	20.396	-1.344	13.773	-0.013	0.013	-0.01
Si	23.109	1.353	13.784	0.013	0.001	0.005
Si	25.843	4.072	13.724	0.002	-0.004	0.002
Si	23.123	-9.534	13.767	0.005	-0.004	0
Si	25.851	-6.817	13.705	0.014	-0.009	-0.004
Si	23.128	-4.075	13.754	-0.005	-0.005	-0.002
Si	25.828	-1.368	13.744	-0.003	0.008	0
Si	12.272	1.357	13.759	-0.01	0.002	0.006
Si	14.974	4.065	13.775	0.008	0.002	-0.003
Si	12.248	-9.548	13.741	0.003	0.001	-0.003
Si	14.96	9.512	13.793	0.003	-0.009	0.009
Si	12.246	-4.104	13.76	0.005	0.007	0.016
Si	14.99	-1.355	13.776	0.004	-0.012	0.003
Si	16.347	0.009	15.161	0.006	0.002	-0.005
Si	19.028	2.692	15.202	-0.012	-0.009	0.01
Si	16.312	5.402	15.172	-0.014	-0.002	-0.003
Si	19.039	8.166	15.17	0	0.005	-0.004
Si	16.322	-5.427	15.145	0.008	0.011	0.001
Si	19.038	-2.675	15.149	0.014	0	0
Si	21.746	-0.006	15.158	-0.017	0	0.001
Si	24.491	2.722	15.11	0.001	0.007	0.003
Si	21.778	5.439	15.16	0.006	0.003	0.008
Si	24.503	-8.159	15.089	0.012	0.014	0
Si	21.767	-5.41	15.124	0.006	0.001	-0.003
Si	24.471	-2.721	15.131	-0.007	0.002	0.014
Si	10.882	0.001	15.081	0	0	0.003
Si	13.625	2.714	15.146	0.007	-0.007	0.002
Si	10.886	5.41	15.094	-0.011	0	0.006
Si	13.582	-8.193	15.124	-0.002	-0.01	0.005
Si	10.849	-5.487	15.083	-0.013	-0.013	-0.001
Si	13.613	-2.718	15.1	0.003	0.008	-0.003
Si	33.428	-0.974	-0.061	0.385	-0.433	0.562
Si	36.146	1.602	0.09	0.277	-0.071	0.758
Si	34.028	3.898	0.206	-0.044	0.142	0.753
Si	36.862	6.572	0.116	-0.11	0.081	0.744
Si	33.53	-6.506	-0.14	0.287	-0.234	0.695
Si	36.58	-4.14	0.058	-0.158	0.148	0.663
Si	39.354	-1.508	0.038	-0.049	0.256	0.744
Si	42.362	1.137	-0.283	-0.297	0.134	0.722
Si	39.03	4.314	-0.116	0.169	-0.206	0.709
Si	-23.15	6.672	-0.231	-0.167	0.273	0.68
Si	-26.414	10.008	-0.086	0.193	-0.176	0.737
Si	26.149	-3.828	-0.008	-0.204	-0.333	0.619
Si	28.224	-1.097	0.389	0.217	-0.1	0.683
Si	31.241	1.314	0.39	-0.176	0.199	0.666
Si	27.959	4.643	0.012	0.015	-0.162	0.648
Si	30.942	7.055	0.123	0.135	-0.22	0.736
Si	28.607	-7.174	0.133	-0.131	0.262	0.661
Si	31.202	-4.403	0.151	-0.069	0.244	0.725
Si	35.072	0.005	1.373	-0.028	-0.006	-0.032
Si	37.886	2.742	1.23	0.003	0.018	-0.072
Si	35.27	5.454	1.424	0.023	0.006	-0.068
Si	-27.323	8.271	1.27	-0.001	0.012	-0.032
Si	35.105	-5.433	1.295	-0.026	-0.001	-0.045
Si	37.835	-2.658	1.376	0.001	0.013	-0.064
Si	40.684	0.1	1.112	0.039	0.013	-0.063
Si	27.026	2.829	1.319	-0.001	-0.02	-0.093
Si	-24.649	5.489	1.159	0.003	-0.003	-0.046
Si	27.118	-8.171	1.618	0.017	-0.009	-0.033
Si	-24.711	-5.312	1.222	-0.018	0.008	-0.078
Si	27.081	-2.618	1.715	0.006	-0.004	-0.014
Si	29.754	0.087	1.632	-0.025	0.011	-0.009
Si	32.487	2.83	1.593	0.032	-0.009	-0.069
Si	29.698	5.514	1.391	0.004	-0.018	-0.07
Si	32.541	-8.098	1.34	-0.011	0.017	-0.048
Si	29.705	-5.548	1.485	0.009	-0.026	0.003
Si	32.412	-2.693	1.248	0.014	-0.023	-0.02
Si	33.83	1.369	2.841	0.04	0.005	0.039
Si	36.632	4.08	2.731	-0.005	-0.031	0.04
Si	33.88	6.846	2.702	-0.005	-0.003	0.015
Si	-28.762	9.539	2.646	0.01	0.012	0.015
Si	33.822	-4.005	2.659	-0.026	-0.001	0.015
Si	36.515	-1.288	2.702	-0.003	0.026	0.011
Si	39.321	1.409	2.534	-0.008	-0.015	0.02
Si	-23.298	4.096	2.523	0.004	0.014	0.028
Si	-25.921	6.89	2.585	-0.017	-0.018	0.006
Si	-23.248	-6.719	2.457	-0.011	-0.008	-0.01
Si	-26.031	-4.019	2.681	0.008	0.009	0.048
Si	25.618	-1.313	2.922	-0.005	0.048	0.053
Si	28.369	1.516	2.822	-0.022	0.041	0.046
Si	31.057	4.181	2.806	-0.009	0.018	0.016
Si	28.487	6.8	2.925	0.012	-0.011	0.038
Si	31.172	-6.821	2.808	0.009	-0.004	0.037
Si	28.468	-4.095	2.873	0.02	-0.016	0.012
Si	31.158	-1.376	2.794	0.023	-0.037	0.01
Si	32.507	-0.018	4.169	-0.011	0.012	0.011
Si	35.273	2.732	4.106	-0.004	-0.003	-0.007
Si	32.509	5.511	4.098	-0.007	0.009	0.005
Si	-30.041	8.185	4.068	0.008	0.012	0.006
Si	32.524	-5.381	4.09	0.003	0.008	-0.018
Si	35.212	-2.695	4.056	-0.021	-0.022	-0.005
Si	37.977	0.062	3.963	0.016	0.005	0.007
Si	-24.613	2.757	3.93	-0.006	0.014	0.007
Si	-27.267	5.506	3.989	-0.007	0.004	-0.014
Si	-24.534	-8.092	3.911	0.012	0.003	0.015
Si	-27.362	-5.424	4.004	0.009	-0.014	-0.004
Si	-24.594	-2.643	3.951	0.002	0.01	-0.008
Si	27.056	0.08	4.184	-0.007	0.018	-0.025
Si	29.783	2.779	4.2	0.002	-0.013	-0.001
Si	27.127	5.417	4.244	0.015	0.01	-0.015
Si	29.865	-8.158	4.23	0.004	0.019	0.001
Si	27.125	-5.417	4.244	0.024	-0.02	0.007
Si	29.845	-2.727	4.183	-0.006	0.015	0.026
Si	34.093	-1.325	16.318	-0.001	0.013	0.003
Si	36.778	1.384	16.3	0.005	-0.002	0.004
Si	34.072	4.091	16.33	-0.003	-0.002	-0.001
Si	-28.498	6.798	16.33	-0.011	0.016	0
Si	34.046	-6.861	16.303	-0.01	-0.007	-0.004
Si	36.793	-4.053	16.297	-0.007	0.025	0.008
Si	39.491	-1.358	16.249	0.006	-0.002	-0.007
Si	25.875	1.353	16.431	0	-0.005	-0.009
Si	-25.803	4.08	16.333	-0.008	-0.006	0
Si	25.884	-9.532	16.412	-0.005	-0.005	-0.007
Si	-25.811	-6.788	16.259	0.006	-0.009	-0.001
Si	25.873	-4.12	16.409	0.003	-0.015	-0.019
Si	28.617	-1.363	16.353	0.001	-0.018	-0.004
Si	31.384	1.37	16.329	0.01	0.011	-0.014
Si	28.608	4.08	16.375	0.004	-0.001	-0.004
Si	31.335	-9.536	16.375	-0.009	0.003	-0.002
Si	28.585	-6.835	16.395	-0.015	-0.01	-0.011
Si	31.332	-4.096	16.279	0.002	0	-0.016
Si	35.47	0.03	17.704	-0.02	-0.013	-0.002
Si	38.09	2.73	17.717	0.019	-0.002	0.008
Si	35.428	5.436	17.707	0.009	-0.019	-0.008
Si	-27.136	8.183	17.669	-0.009	0.014	0.014
Si	35.44	-5.488	17.578	0.008	-0.006	0.007
Si	38.172	-2.689	17.671	-0.011	0.003	-0.008
Si	40.806	0.009	17.633	-0.006	0.025	0.025
Si	27.266	2.721	17.747	0.002	0.003	-0.014
Si	-24.39	5.449	17.647	-0.002	0.003	-0.007
Si	27.225	-8.186	17.789	0.02	0.018	0.031
Si	-24.471	-5.418	17.616	-0.006	0.003	-0.007
Si	27.307	-2.79	17.687	-0.002	0.003	-0.001
Si	29.991	0.036	17.654	0.011	0.004	-0.012
Si	32.767	2.702	17.7	-0.005	0.003	-0.001
Si	29.976	5.42	17.733	0	-0.001	0.012
Si	32.7	-8.187	17.744	-0.004	0.011	-0.003
Si	30.042	-5.499	17.656	0.016	0.013	-0.011
Si	32.665	-2.687	17.584	-0.003	-0.014	-0.008
Si	34.166	1.407	19.11	0.008	0.009	-0.026
Si	36.741	4.092	19.131	-0.014	-0.016	-0.026
Si	34.078	-9.549	19.088	-0.01	0.004	0.003
Si	36.787	-6.759	19.04	0	0.021	-0.031
Si	33.993	-4.149	18.807	-0.038	-0.006	-0.028
Si	36.861	-1.308	19.063	0.034	0.044	-0.001
Si	39.429	1.342	19.071	-0.017	-0.042	-0.014
Si	25.94	4.076	19.131	-0.014	0.025	-0.009
Si	-25.734	6.829	19.003	0.02	0.014	-0.012
Si	25.826	-6.827	19.141	0.005	-0.032	-0.017
Si	39.479	-4.077	19.059	0.015	-0.019	-0.003
Si	42.2	-1.412	18.891	-0.032	-0.003	-0.05
Si	28.664	1.366	19.06	0.022	0.005	-0.002
Si	31.351	4.005	19.03	-0.017	-0.003	-0.033
Si	28.638	-9.535	19.123	0	-0.023	-0.047
Si	31.318	-6.842	19.111	-0.007	-0.014	-0.027
Si	28.746	-4.13	18.996	-0.01	0.03	-0.014
Si	31.359	-1.304	18.976	0.012	-0.01	-0.018
Si	32.73	0.036	20.346	-0.001	0.035	0.044
Si	35.442	2.751	20.639	-0.003	0.01	0.043
Si	32.708	5.348	20.378	-0.005	-0.022	0.056
Si	35.432	-8.141	20.4	0.002	0.028	0.059
Si	32.711	-5.414	20.33	0.014	0.013	0.055
Si	35.391	-2.814	20.047	0.023	-0.023	0.026
Si	38.12	0.031	20.623	-0.007	0.018	0.061
Si	40.85	2.714	20.363	-0.027	-0.002	0.05
Si	38.202	5.469	20.362	-0.004	-0.016	0.037
Si	-24.452	8.23	20.417	-0.019	0.009	0.022
Si	38.098	-5.368	20.491	-0.026	-0.015	0.059
Si	40.882	-2.725	20.367	0.016	0.004	0.056
Si	27.308	-0.094	20.259	0.015	0.003	0.04
Si	30.032	2.66	20.473	0.013	0.02	0.041
Si	27.319	5.389	20.504	0.009	-0.015	0.041
Si	29.987	-8.191	20.535	-0.008	-0.012	0.091
Si	27.366	-5.494	20.298	-0.007	-0.012	0.035
Si	30.062	-2.695	20.333	-0.005	-0.016	0.039
Si	33.983	-1.596	21.381	-0.008	0.198	-0.702
Si	37.082	1.73	22.056	-0.275	-0.323	-0.68
Si	33.698	3.818	21.865	0.289	0.103	-0.694
Si	37.084	-9.245	21.638	-0.124	-0.088	-0.697
Si	34.25	-6.545	21.659	-0.115	-0.183	-0.748
Si	36.339	-4.236	21.625	0.29	0.069	-0.748
Si	39.819	-1.155	21.78	-0.299	-0.169	-0.678
Si	25.847	1.103	21.576	-0.053	0.217	-0.677
Si	39.354	3.945	21.736	0.194	0.096	-0.745
Si	26.088	6.925	21.778	-0.233	-0.241	-0.676
Si	39.243	-6.948	21.817	0.233	0.178	-0.722
Si	42.587	-3.876	21.486	-0.174	-0.049	-0.73
Si	28.47	-1.587	21.636	0.18	0.14	-0.747
Si	31.58	1.468	21.805	-0.206	-0.152	-0.705
Si	28.976	4.286	21.8	-0.247	-0.151	-0.765
Si	31.202	-9.841	21.72	0.033	0.235	-0.728
Si	28.274	-7.087	21.748	0.326	0.181	-0.748
Si	31.713	-3.732	21.622	-0.201	-0.222	-0.686
Si	26.64	4.868	-4.83	0.059	0.085	0.104
Si	-30.798	4.264	24.825	-0.019	0.014	-0.151
Si	28.816	-3.381	-1.448	-0.156	0.005	0.198
Si	-25.325	-6.078	24.835	-0.104	-0.049	-0.136
Si	-28.649	-1.499	-4.522	-0.049	-0.119	0.085
Si	27.208	2.783	23.745	0.072	0.05	-0.022
Si	26.104	-4.408	24.546	-0.001	0.012	-0.108
Si	-27.544	-3.175	-6.58	0.052	-0.183	0.048
Si	-30.049	-3.816	-2.707	-0.002	0.082	0.092
Si	28.093	-7.145	-2.866	0.068	0.004	0.09
Si	-25.668	-6.355	-3.095	0.001	0.038	0.087
Si	-27.594	-5.889	-5.452	0.01	0.132	-0.068
Si	-30.582	-6.773	-3.102	-0.134	0.063	0.154
Si	30.213	-0.391	23.979	0.027	-0.034	-0.01
Si	-32.289	2.06	-6.499	0.011	-0.014	-0.04
Si	-27.512	0.142	-2.086	-0.054	-0.049	0.144
Si	23.708	6.045	-4.151	-0.025	0.025	-0.08
Si	28.97	-4.72	25.931	-0.01	-0.043	-0.142
Si	23.766	-7.543	-4.888	0.037	0.048	-0.041
Si	32.661	-7.491	-5.436	0.006	-0.115	0.023
Si	28.511	3.317	-2.718	0.061	-0.002	-0.044
Si	31.142	1.862	-2.525	-0.063	-0.115	-0.07
Si	-31.075	-3.546	25.779	-0.037	-0.07	-0.068
Si	23.701	3.55	-2.449	-0.035	0.12	-0.003
Si	29.501	-7.18	24.404	-0.097	-0.117	-0.025
Si	31.316	-3.236	24.516	0.135	0.052	-0.114
Si	29.789	-6.692	-4.987	0.015	-0.136	0.075
Si	30.611	-2.887	-5.934	0.021	-0.111	0.028
Si	-28.629	4.516	-6.849	0.221	-0.001	-0.056
Si	32.336	-7.921	23.754	0.092	-0.08	-0.101
Si	25.975	1.841	-2.612	0.021	-0.084	0.114
Si	-30.115	-4.556	-6.351	-0.024	-0.05	0.106
Si	-26.787	-1.278	24.562	0.17	-0.096	-0.198
Si	-28.989	6.632	24.561	-0.036	0.018	-0.031
Si	-29.011	1.912	25.112	0.002	-0.094	-0.099
Si	28.037	-2.743	-4.309	-0.088	0.032	0.114
Si	23.043	-2.796	-6.552	0.136	-0.038	-0.038
Si	28.569	7.033	-4.665	-0.013	0.118	-0.046
Si	-32.241	-3.178	-4.356	-0.005	-0.006	0.117
Si	-22.973	2.303	24.088	-0.026	0.04	-0.045
Si	-31.435	2.371	-3.607	-0.003	-0.103	0.011
Si	-29.471	-2	23.631	-0.017	-0.238	-0.211
Si	-32.533	5.721	-2.044	-0.043	0.023	0.168
Si	25.937	-0.727	-4.216	-0.001	-0.028	0.027
Si	18.442	8.092	25.739	0.125	0.013	-0.033
Si	-28.879	4.078	-3.834	0.082	0.039	0.121
Si	27.335	-5.338	-5.097	0.053	-0.082	0.092
Si	-29.698	6.891	-2.637	0.028	-0.152	-0.036
Si	-26.083	2.792	-2.821	-0.085	0.157	-0.017
Si	27.981	7.226	25.968	0.026	-0.124	-0.131
Si	-31.154	8.043	26.037	0.011	0.027	-0.084
Si	31.444	5.965	-4.689	-0.028	0.168	-0.057
Si	-32.216	-0.404	-3.056	-0.175	0.051	0.238
Si	-29.902	0.004	-6.98	-0.102	0.075	0.039
Si	33.91	-1.355	5.482	0.002	0.003	0.011
Si	36.666	1.386	5.412	0.006	-0.004	0.009
Si	33.9	4.117	5.423	-0.015	-0.008	-0.004
Si	-28.636	6.829	5.381	-0.002	-0.014	0.008
Si	33.912	9.571	5.431	-0.022	-0.011	0.001
Si	-28.673	-4.052	5.39	0.006	0.01	0.004
Si	-25.938	-1.303	5.328	-0.008	-0.001	0.013
Si	-23.19	1.417	5.262	0	-0.003	0.005
Si	-25.913	4.128	5.334	-0.002	-0.008	0.007
Si	-23.184	6.838	5.256	-0.004	-0.011	0.016
Si	-25.924	-6.773	5.303	-0.016	-0.005	0.009
Si	-23.199	-4.035	5.255	-0.003	-0.002	0.002
Si	28.463	-1.325	5.491	-0.001	0.015	-0.013
Si	31.165	1.376	5.501	0.002	-0.007	0.019
Si	28.484	4.1	5.619	-0.004	-0.005	-0.001
Si	31.229	6.822	5.56	-0.005	-0.009	0.01
Si	28.499	-6.792	5.568	0.015	-0.001	0.006
Si	31.211	-4.066	5.528	0.002	-0.02	0.009
Si	35.316	0.015	6.782	0.007	-0.013	-0.001
Si	-27.245	2.764	6.731	0	0.013	-0.003
Si	-29.983	5.467	6.764	0.006	0.018	-0.012
Si	-27.249	-8.132	6.712	0.007	-0.004	-0.002
Si	-29.987	-5.413	6.788	-0.003	0.009	-0.005
Si	-27.271	-2.684	6.708	0	0.001	0.002
Si	-24.531	0.047	6.654	-0.001	0.005	-0.003
Si	-21.814	2.771	6.612	-0.002	0.009	0.004
Si	-24.523	5.482	6.661	0.004	0.003	0
Si	-21.82	-8.13	6.623	0.012	-0.008	0.001
Si	-24.544	-5.402	6.644	0.004	0.002	-0.006
Si	27.141	-2.688	6.898	-0.004	-0.001	-0.006
Si	29.833	0.01	6.877	-0.003	0.014	-0.017
Si	32.574	2.74	6.815	-0.001	-0.003	-0.005
Si	29.883	5.456	6.924	0.001	0.002	0.001
Si	32.604	8.208	6.85	-0.002	0.016	0.004
Si	29.869	-5.423	6.898	-0.009	0.005	0.002
Si	32.581	-2.709	6.866	0.006	0.001	0.001
Si	33.962	1.377	8.149	0.01	0.005	-0.007
Si	-28.603	4.107	8.107	-0.009	-0.019	0.001
Si	33.98	6.828	8.167	-0.004	0.001	-0.008
Si	-28.592	-6.779	8.106	0	0	-0.003
Si	33.964	-4.069	8.189	-0.01	-0.004	0.004
Si	-28.593	-1.343	8.121	-0.004	-0.002	-0.002
Si	-25.864	1.395	8.058	0.008	0.008	0.001
Si	-23.155	4.115	8.009	0.009	0.009	0.001
Si	-25.878	6.822	8.053	-0.008	-0.009	0
Si	-23.175	-6.774	7.999	-0.007	-0.01	-0.006
Si	-25.884	-4.052	8.04	-0.007	0	-0.002
Si	25.804	-1.366	8.309	0.001	0	-0.002
Si	28.526	1.355	8.296	-0.013	-0.003	0.006
Si	31.256	4.079	8.234	-0.009	-0.003	-0.003
Si	28.545	6.805	8.302	0.002	0.011	0.006
Si	31.248	-6.781	8.234	0.001	-0.003	-0.003
Si	28.514	-4.056	8.249	0.006	-0.008	-0.012
Si	31.224	-1.345	8.218	-0.006	-0.006	-0.004
Si	32.62	0.017	9.539	-0.003	0.003	-0.005
Si	-29.936	2.736	9.487	-0.007	0.004	-0.003
Si	32.639	5.458	9.546	0.003	0.004	-0.005
Si	-29.923	-8.138	9.505	0.004	-0.003	-0.001
Si	32.625	-5.426	9.569	-0.004	0.003	-0.004
Si	-29.93	-2.702	9.508	0.002	-0.004	-0.002
Si	-27.208	0.029	9.442	0.001	-0.002	-0.004
Si	-24.494	2.754	9.402	0.003	0.003	-0.001
Si	-27.219	5.465	9.444	0.002	0.01	0.001
Si	-24.508	-8.135	9.396	-0.002	0.001	0.002
Si	-27.213	-5.416	9.44	0.002	0.007	0.001
Si	24.459	-2.72	9.684	0.001	-0.005	0
Si	27.168	-0.002	9.656	0	0.009	-0.001
Si	29.91	2.724	9.612	0.008	-0.012	-0.003
Si	27.191	5.444	9.668	0.003	-0.005	-0.003
Si	29.917	-8.145	9.616	0.008	-0.003	0
Si	27.179	-5.425	9.63	0	0.011	-0.004
Si	29.889	-2.708	9.603	-0.007	0.007	-0.001
Si	34.001	-1.345	10.878	0	-0.01	0
Si	-28.554	1.379	10.828	-0.005	-0.003	-0.001
Si	-31.267	4.09	10.878	0.004	-0.009	-0.002
Si	-28.552	-9.504	10.842	-0.004	0	0.005
Si	-31.274	-6.793	10.893	-0.014	0.009	0.002
Si	-28.553	-4.069	10.837	-0.003	-0.003	0.001
Si	-25.84	-1.34	10.782	0	0	0
Si	-23.131	1.377	10.743	-0.001	-0.002	0.002
Si	-25.847	4.099	10.789	-0.003	-0.009	-0.001
Si	-23.139	-9.506	10.741	0.007	0.004	-0.005
Si	-25.85	-6.787	10.789	-0.003	-0.005	0.005
Si	25.827	-4.085	11.014	-0.008	0.007	-0.007
Si	28.545	-1.362	10.992	-0.008	0	0.006
Si	31.287	1.363	10.938	0.001	0.01	0.002
Si	28.562	4.074	10.991	0	0.005	0.002
Si	31.294	6.802	10.934	-0.009	0.005	0.002
Si	28.554	-6.79	10.969	0.006	-0.011	-0.005
Si	31.274	-4.071	10.936	0.008	-0.007	0
Si	35.385	0.019	12.209	0	0.006	-0.003
Si	-27.184	2.738	12.18	0.004	0.009	0.001
Si	-29.889	5.443	12.219	-0.006	0.003	-0.002
Si	-27.184	-8.145	12.19	0.001	0.001	0.008
Si	-29.89	-5.431	12.223	0.005	0.008	-0.003
Si	-27.181	-2.698	12.169	-0.001	0.001	-0.001
Si	-24.476	0.024	12.134	0.008	0.004	0.002
Si	-21.771	2.736	12.1	0.002	-0.004	0.002
Si	-24.48	5.459	12.139	0	0.003	0
Si	-21.769	-8.147	12.084	-0.001	-0.005	0.001
Si	-24.474	-5.425	12.127	0.006	0.006	0.003
Si	27.183	-2.718	12.36	-0.003	-0.022	-0.004
Si	29.937	0.004	12.311	0.001	0.001	0.003
Si	32.666	2.736	12.26	0	0.001	0.002
Si	29.944	5.444	12.307	0.012	-0.003	-0.003
Si	32.664	8.161	12.271	0.009	-0.01	0.002
Si	29.929	-5.437	12.308	-0.007	0.009	0.002
Si	32.667	-2.713	12.261	-0.011	0.008	-0.005
Si	34.05	1.381	13.589	-0.005	0.003	-0.002
Si	-28.514	4.095	13.576	-0.004	-0.01	0.005
Si	-31.242	6.785	13.596	0.002	0	0.003
Si	-28.534	-6.796	13.578	-0.015	0.005	0.009
Si	34.051	-4.073	13.601	0.005	-0.011	-0.003
Si	36.756	-1.341	13.554	-0.005	-0.007	0
Si	-25.82	1.374	13.531	-0.004	-0.005	0.003
Si	-23.126	4.083	13.491	-0.002	-0.001	0.006
Si	-25.821	-9.515	13.54	-0.003	0	0.005
Si	-23.116	-6.803	13.476	0.013	-0.005	0.002
Si	-25.818	-4.07	13.509	-0.002	0.004	0.003
Si	-23.109	-1.347	13.474	0.002	-0.014	-0.002
Si	28.59	1.359	13.691	0.005	-0.007	0.006
Si	31.321	4.088	13.642	-0.009	0.004	0.003
Si	28.588	-9.525	13.673	0.002	-0.009	-0.006
Si	31.303	9.511	13.642	-0.005	-0.005	0.012
Si	28.563	-4.092	13.671	-0.016	0.013	0.006
Si	31.325	-1.359	13.635	0.007	-0.016	0.005
Si	32.716	0.012	14.956	-0.001	-0.005	-0.003
Si	35.415	2.738	14.945	-0.009	0.001	0.001
Si	32.691	5.444	14.989	0.01	-0.004	-0.001
Si	-29.869	8.126	14.942	-0.008	-0.007	0.003
Si	32.708	-5.457	14.955	-0.001	0.014	0.004
Si	35.424	-2.699	14.943	-0.003	0.011	-0.006
Si	38.117	0.016	14.916	-0.002	0.001	0
Si	-24.473	2.739	14.9	0.003	0.001	0.007
Si	-27.148	5.445	14.948	0.004	0.007	0.012
Si	-24.456	-8.149	14.881	0.003	0.005	-0.003
Si	-27.158	-5.416	14.904	0.007	-0.002	0.008
Si	-24.452	-2.708	14.853	0.001	0.006	0.003
Si	27.223	0.001	15.049	-0.004	0.003	0
Si	29.979	2.73	15.015	0.007	0.008	0.002
Si	27.232	5.438	15.037	0	0.002	-0.001
Si	29.957	-8.176	15.026	-0.003	0.004	0.01
Si	27.224	-5.47	15.042	-0.01	0.006	0
Si	29.95	-2.724	14.974	0.002	-0.008	-0.002
Si	-14.705	-1.616	-0.145	-0.303	0.285	0.703
Si	-12.42	1.567	-0.062	0.191	-0.16	0.684
Si	-14.585	3.846	0.093	-0.037	0.098	0.666
Si	-11.739	-9.757	-0.119	-0.233	0.086	0.706
Si	-15.343	-6.618	-0.129	0.204	-0.081	0.678
Si	-12.531	-3.945	-0.105	0.293	-0.17	0.668
Si	-9.219	-1.521	0.004	-0.213	0.053	0.753
Si	-6.446	1.06	-0.096	-0.097	0.226	0.733
Si	-9.62	4.257	-0.018	0.164	-0.107	0.724
Si	-6.748	6.983	-0.028	0.155	-0.312	0.688
Si	-9.02	-7.116	-0.215	-0.26	0.295	0.701
Si	-23.621	-3.629	-0.001	0.098	-0.152	0.772
Si	-20.688	-1.096	-0.091	0.176	-0.047	0.7
Si	-17.621	1.64	-0.247	-0.186	-0.165	0.724
Si	-20.944	4.395	-0.182	0.308	-0.162	0.759
Si	-18.063	7.08	-0.227	0.082	-0.146	0.641
Si	-20.21	-6.903	-0.253	-0.222	0.05	0.634
Si	-17.481	-4.309	-0.098	-0.092	0.183	0.731
Si	-13.609	-0.008	1.188	-0.02	-0.014	-0.014
Si	-10.822	2.705	1.249	-0.018	0.012	-0.037
Si	-13.425	5.508	1.214	0.034	-0.009	-0.05
Si	-10.676	-8.139	1.168	0.012	0.011	-0.07
Si	-13.673	-5.517	1.179	-0.033	0	-0.064
Si	-10.847	-2.79	1.132	-0.003	0.007	-0.035
Si	-8.018	-0.009	1.311	0.015	-0.004	-0.064
Si	-21.929	2.748	1.15	0.003	-0.005	-0.032
Si	-8.003	5.419	1.225	-0.001	0.011	-0.03
Si	-21.908	-8.04	1.008	0.034	-0.023	-0.049
Si	-7.97	-5.398	1.018	0.005	0.017	-0.04
Si	-21.898	-2.613	1.236	0.014	0.011	-0.052
Si	-19.054	0.169	1.051	0.031	-0.001	-0.035
Si	-16.293	2.784	1.282	0.013	0.012	-0.04
Si	-19.213	5.479	1.054	-0.015	-0.03	-0.048
Si	-16.456	-8.187	1.171	-0.025	-0.018	-0.051
Si	-19.097	-5.42	1.185	0.019	-0.006	-0.04
Si	-16.327	-2.706	1.168	-0.006	-0.011	-0.024
Si	-14.98	1.329	2.581	0.022	-0.001	0.025
Si	-12.157	4.1	2.619	0.02	0.002	0.046
Si	-14.954	6.822	2.465	-0.005	-0.006	0.007
Si	-12.188	-6.83	2.465	0.007	-0.002	0.01
Si	-14.982	-4.091	2.558	-0.007	-0.001	0.018
Si	-12.195	-1.38	2.508	-0.008	0.001	0.015
Si	-9.44	1.358	2.586	-0.014	-0.002	0.013
Si	-6.685	4.034	2.579	0.01	0.001	0.013
Si	-9.372	-9.51	2.586	-0.022	-0.018	0.026
Si	-6.659	-6.73	2.527	-0.034	-0.005	0.027
Si	-9.437	-4.145	2.461	0.029	0.006	0.008
Si	-23.254	-1.242	2.575	-0.032	0.005	0.042
Si	-20.448	1.458	2.485	-0.001	-0.01	0.01
Si	-17.766	4.182	2.469	-0.022	0.013	0.016
Si	-20.557	6.871	2.441	-0.003	0.019	0.024
Si	-17.763	-6.797	2.571	-0.002	0.003	0.026
Si	-20.499	-4.039	2.496	0.011	0.011	0.001
Si	-17.736	-1.284	2.433	0.001	0.012	0.017
Si	-16.373	-0.011	3.892	-0.001	-0.011	0.013
Si	-13.592	2.724	3.901	-0.012	0.025	0.003
Si	-16.351	5.487	3.836	-0.002	-0.003	0.018
Si	-13.586	8.168	3.843	0.003	-0.005	0.01
Si	-16.368	-5.432	3.902	-0.002	-0.003	0.007
Si	-13.584	-2.722	3.877	-0.013	-0.006	-0.004
Si	-10.843	-0.018	3.893	-0.008	-0.014	-0.002
Si	-8.088	2.719	3.947	0.015	-0.008	0.004
Si	-10.784	5.465	3.943	-0.004	-0.006	-0.008
Si	-8.04	-8.112	3.907	0.007	0	0.006
Si	-10.833	-5.462	3.845	-0.001	-0.003	0.001
Si	-8.129	-2.768	3.91	0.003	-0.008	-0.003
Si	-21.817	0.088	3.879	-0.013	0.017	-0.008
Si	-19.088	2.797	3.859	-0.001	-0.009	0.012
Si	-21.874	5.476	3.837	0.027	0.003	-0.01
Si	-19.161	-8.154	3.872	0.004	-0.016	0.001
Si	-21.863	-5.399	3.857	0	-0.009	0.008
Si	-19.101	-2.662	3.817	0.018	0.007	0.004
Si	-14.958	-1.367	16.135	-0.001	0.011	0.001
Si	-12.252	1.352	16.119	0.013	0.003	-0.012
Si	-14.977	4.071	16.129	-0.014	-0.003	-0.001
Si	-12.248	6.811	16.141	-0.004	0.017	0.001
Si	-14.974	-6.837	16.093	-0.006	0.007	-0.007
Si	-12.267	-4.05	16.116	0.007	0.001	-0.003
Si	-9.572	-1.362	16.145	-0.004	0.015	-0.002
Si	-23.117	1.361	16.242	-0.008	-0.013	-0.005
Si	-9.567	4.071	16.164	-0.008	-0.017	-0.008
Si	-23.086	-9.531	16.213	0.003	-0.004	0.002
Si	-9.533	-6.779	16.13	0	-0.001	-0.011
Si	-23.113	-4.097	16.197	0.004	-0.009	-0.011
Si	-20.385	-1.345	16.172	0.001	-0.01	0.004
Si	-17.662	1.375	16.141	0.01	0.009	-0.014
Si	-20.39	4.062	16.169	0	-0.005	-0.001
Si	-17.688	-9.52	16.129	-0.007	0.001	-0.01
Si	-20.392	-6.835	16.186	-0.005	-0.016	-0.004
Si	-17.684	-4.086	16.08	0.004	-0.004	-0.022
Si	-13.574	-0.013	17.491	-0.006	-0.005	-0.007
Si	-10.932	2.696	17.524	0.018	-0.011	0.008
Si	-13.627	5.444	17.471	0.013	-0.016	-0.014
Si	-10.857	-8.145	17.485	0.006	0.005	0.007
Si	-13.627	-5.45	17.408	-0.006	-0.011	0.002
Si	-10.91	-2.723	17.526	-0.003	-0.011	-0.006
Si	-8.25	0.023	17.503	-0.008	0.009	0.008
Si	-21.737	2.72	17.573	0.002	0.017	-0.005
Si	-8.169	5.439	17.472	-0.002	0.007	-0.01
Si	-21.75	-8.185	17.59	0.027	0.015	0.02
Si	-8.222	-5.435	17.555	-0.004	-0.011	0.001
Si	-21.726	-2.747	17.509	-0.01	0.005	0.008
Si	-19.012	0.036	17.513	0.009	0.009	-0.008
Si	-16.296	2.703	17.529	-0.012	0.014	0.006
Si	-19.012	5.419	17.494	0.007	-0.01	0.001
Si	-16.331	-8.168	17.493	0.002	-0.001	-0.004
Si	-18.963	-5.48	17.466	0.015	-0.001	-0.008
Si	-16.355	-2.734	17.449	0.005	-0.011	0.008
Si	-14.901	1.334	18.867	0.012	0.028	-0.025
Si	-12.313	4.074	18.84	-0.006	-0.007	-0.032
Si	-14.976	6.792	18.837	-0.015	-0.011	-0.016
Si	-12.205	-6.715	18.77	0.008	0.045	-0.032
Si	-15.068	-4.192	18.756	-0.014	-0.029	-0.017
Si	-12.262	-1.38	18.894	0.02	0.037	0.003
Si	-9.593	1.348	18.934	-0.004	-0.01	-0.017
Si	-23.044	4.053	19.01	-0.01	0.017	-0.01
Si	-9.483	6.799	18.834	0.019	0.037	-0.024
Si	-23.118	-6.791	18.944	0.002	-0.02	-0.035
Si	-9.566	-4.06	18.929	0.007	-0.018	-0.006
Si	-6.882	-1.356	18.803	-0.018	0.009	-0.038
Si	-20.353	1.381	18.914	0.019	-0.014	-0.015
Si	-17.646	4.093	18.879	0.003	0.008	-0.039
Si	-20.361	-9.596	18.893	-0.018	-0.014	-0.048
Si	-17.634	-6.806	18.901	-0.015	0.024	-0.02
Si	-20.303	-4.121	18.785	-0.008	-0.003	-0.04
Si	-17.641	-1.33	18.835	0.012	-0.008	-0.019
Si	-16.22	-0.048	20.222	-0.006	-0.006	0.026
Si	-13.635	2.74	20.278	-0.026	-0.008	0.044
Si	-16.271	5.443	20.268	-0.014	-0.017	0.058
Si	-13.573	-8.101	20.028	0.001	0.005	0.041
Si	-16.301	-5.49	20.336	-0.01	-0.001	0.071
Si	-13.706	-2.834	20.024	-0.005	0	0.056
Si	-10.95	-0.055	20.359	0.01	0.008	0.056
Si	-8.167	2.761	20.24	0.006	-0.022	0.061
Si	-10.872	5.419	20.09	0.005	0.001	0.039
Si	-8.21	8.102	20.349	0.014	-0.004	0.04
Si	-10.926	-5.402	20.301	-0.012	-0.007	0.059
Si	-8.194	-2.669	20.233	-0.006	0	0.075
Si	43.615	-0.077	20.192	0.008	-0.006	0.049
Si	-18.996	2.744	20.277	0.009	0.018	0.04
Si	-21.641	5.37	20.374	0.025	0.006	0.048
Si	-18.979	-8.214	20.192	0.018	-0.004	0.081
Si	-21.629	-5.455	20.16	0.002	-0.007	0.058
Si	-18.998	-2.728	20.129	-0.028	0.009	0.033
Si	-15.161	-1.747	21.473	0.109	0.244	-0.746
Si	-12.052	1.628	21.592	-0.272	-0.338	-0.608
Si	-15.247	3.819	21.63	0.284	0.176	-0.733
Si	-12.076	6.989	21.27	-0.072	-0.127	-0.725
Si	-14.583	-6.65	21.53	-0.266	-0.015	-0.661
Si	-12.602	-4.24	21.508	0.235	0.041	-0.686
Si	-9.262	-1.109	21.637	-0.209	-0.136	-0.751
Si	42.058	1.04	21.473	0.029	0.142	-0.697
Si	-9.777	3.896	21.486	0.263	0.239	-0.659
Si	-22.824	6.998	21.566	-0.19	-0.191	-0.772
Si	-9.891	9.221	21.565	0.227	0.132	-0.717
Si	-6.614	-3.829	21.503	-0.058	-0.083	-0.708
Si	-20.511	-1.635	21.52	0.112	0.182	-0.74
Si	-17.397	1.528	21.45	-0.164	-0.125	-0.758
Si	-19.963	4.333	21.751	-0.313	-0.181	-0.728
Si	-17.789	6.638	21.578	0.18	0.179	-0.72
Si	-20.587	-7.116	21.451	0.122	0.193	-0.794
Si	-17.512	-3.824	21.528	-0.098	-0.303	-0.653
Si	-23.439	-4.159	-2.984	0.012	0.019	0.048
Si	-14.451	4.29	24.669	0.006	-0.087	-0.186
Si	-20.618	1.585	25.773	0.106	-0.051	0.08
Si	-13.841	5.08	-6.577	0.002	0.027	-0.003
Si	-5.41	-3.761	-3.097	-0.028	0.06	0.107
Si	-20.076	7.093	25.852	0.087	0.054	0.01
Si	-22.764	-4.724	24.357	-0.13	0.051	-0.094
Si	-10.248	4.512	24.37	-0.056	0.028	-0.156
Si	-12.688	-1.806	-4.042	0.023	-0.026	0.015
Si	-19.297	4.077	-6.687	-0.036	-0.108	0.019
Si	-10.839	-5.702	-5.054	-0.003	-0.033	-0.049
Si	-10.84	-7.969	-6.946	0.03	-0.051	0.03
Si	-14.613	-7.051	-3.055	-0.066	-0.004	0.064
Si	-18.86	-0.096	23.735	-0.027	-0.1	-0.059
Si	-23.382	7.028	-5.871	0.007	0.072	-0.113
Si	-10.805	-0.01	-2.271	-0.085	0.04	0.061
Si	-20.637	2.187	-4.779	-0.049	-0.114	0.033
Si	-23.206	-2.108	25.909	-0.05	0.065	0.034
Si	-24.743	0.545	25.439	0.095	-0.023	0.008
Si	-12.356	2.102	24.571	-0.002	-0.047	-0.155
Si	-19.288	3.312	-2.394	0.082	-0.036	0.043
Si	-14.872	0.363	-4.87	0.032	-0.04	0.086
Si	-12.366	-0.532	26.096	-0.006	0.034	-0.073
Si	-23.571	7.839	-3.09	-0.058	-0.025	0.161
Si	-17.815	-5.244	24.096	-0.128	0.096	-0.05
Si	-20.29	-6.531	24.437	-0.015	-0.198	-0.083
Si	-21.34	-6.242	-3.061	-0.053	0.021	0.093
Si	-20.114	-2.328	-4.889	-0.036	0.064	0.006
Si	-7.364	-4.3	24.386	-0.07	-0.003	-0.097
Si	-16.341	-7.811	23.608	0.047	-0.116	0.009
Si	-23.438	1.586	-3.363	0.046	-0.03	0.07
Si	-11.163	-3.181	-6.479	-0.05	0.057	0.083
Si	-9.189	-1.981	24.605	0.082	0.086	-0.086
Si	-12.503	6.48	24.102	-0.024	-0.063	-0.052
Si	-13.314	-2.387	23.73	0.011	-0.044	-0.122
Si	-19.609	-6.903	-5.583	-0.016	0.031	-0.071
Si	-19.737	4.232	24.748	-0.052	-0.063	-0.097
Si	-17.175	3.974	26.078	0.035	0.008	-0.004
Si	-13.002	-4.565	-3.008	0.05	0.012	0.085
Si	-3.561	1.76	25.809	0.092	-0.002	0.043
Si	-16.392	-0.363	-2.298	0.065	-0.077	0.042
Si	-13.72	-4.413	25.862	0.006	-0.048	-0.117
Si	-14.797	4.802	-2.72	-0.053	-0.071	0.068
Si	-18.794	-2.43	-2.207	0.03	0.029	0.167
Si	-23.955	5.168	23.813	-0.094	-0.077	-0.183
Si	-13.322	2.959	-4.521	0.007	0.051	-0.074
Si	-20.614	6.768	-6.969	-0.067	0.012	-0.042
Si	-12.647	7.106	-3.023	0.148	-0.049	0.079
Si	-10.539	1.513	-4.717	0.114	-0.021	-0.044
Si	-19.906	-0.25	-6.744	0.011	0.037	-0.079
Si	-23.034	-1.381	-4.372	0.086	0.014	-0.002
Si	-17.541	5.789	-3.067	-0.013	0.026	0.129
Si	-17.022	-8.164	-4.888	0.109	-0.051	0.136
Si	-12.268	-7.185	25.527	0.113	0.049	-0.007
Si	-14.978	-1.368	5.231	0.006	-0.01	0
Si	-12.221	1.355	5.246	0.003	-0.002	-0.002
Si	-14.999	4.096	5.211	0.013	0.006	0.007
Si	-12.23	6.811	5.234	0.002	0	0
Si	-14.96	9.529	5.219	0.003	0.008	0.006
Si	-12.209	-4.091	5.216	0.003	0.01	0.012
Si	-9.493	-1.386	5.26	0.008	-0.001	0.013
Si	-6.753	1.357	5.337	-0.005	0.01	0.007
Si	-9.455	4.086	5.301	0.002	0.013	0.007
Si	-6.745	6.811	5.313	-0.004	0.003	0.008
Si	-9.479	-6.802	5.245	0.001	0.002	0.006
Si	-6.758	-4.088	5.302	-0.002	0.013	0.003
Si	-20.458	-1.316	5.214	-0.007	-0.004	0.002
Si	-17.732	1.396	5.215	-0.01	0	0.003
Si	-20.475	4.137	5.216	-0.007	0.014	0
Si	-17.731	6.832	5.211	-0.01	-0.005	0.001
Si	-20.494	-6.766	5.23	-0.009	-0.004	0.006
Si	-17.741	-4.036	5.21	-0.003	0.002	-0.003
Si	-13.612	0.002	6.59	-0.004	-0.008	0.004
Si	-10.861	2.717	6.615	0.003	0.004	0
Si	-13.617	5.449	6.576	-0.001	-0.007	-0.004
Si	-10.868	-8.151	6.603	-0.004	-0.009	-0.002
Si	-13.595	-5.435	6.582	0.004	-0.005	0
Si	-10.873	-2.732	6.611	-0.003	-0.005	0
Si	-8.143	-0.018	6.645	0.003	0	0.001
Si	-5.409	2.707	6.727	-0.005	-0.005	-0.005
Si	-8.123	5.457	6.668	-0.001	-0.007	-0.003
Si	-5.401	8.157	6.704	-0.002	0.002	0.001
Si	-8.137	-5.449	6.64	0	-0.003	0.001
Si	-21.807	-2.686	6.601	-0.001	0.008	0
Si	-19.09	0.032	6.586	0.006	0.005	-0.003
Si	-16.356	2.738	6.584	0	0	0.002
Si	-19.085	5.468	6.585	0.01	-0.001	0.003
Si	-16.347	8.178	6.574	-0.003	0.002	0
Si	-19.101	-5.406	6.575	-0.002	0.005	0.003
Si	-16.354	-2.713	6.59	0.005	0.005	0.005
Si	-14.984	1.37	7.94	0.002	0.008	-0.003
Si	-12.25	4.087	7.947	-0.016	-0.002	-0.003
Si	-14.985	6.809	7.939	0	-0.003	-0.007
Si	-12.241	-6.793	7.958	0.003	0.008	-0.008
Si	-14.979	-4.078	7.941	0.005	0.006	-0.001
Si	-12.251	-1.362	7.955	0	-0.002	-0.002
Si	-9.513	1.354	7.99	-0.003	-0.003	-0.003
Si	-6.781	4.089	8.046	0.012	0.013	-0.001
Si	-9.521	6.811	7.991	-0.004	-0.007	-0.001
Si	-6.789	-6.801	8.029	-0.012	-0.013	-0.006
Si	-9.511	-4.083	7.984	0.008	0.006	-0.002
Si	-23.159	-1.334	7.991	-0.003	-0.004	0
Si	-20.447	1.388	7.961	-0.003	-0.01	-0.003
Si	-17.723	4.096	7.947	-0.01	-0.008	-0.002
Si	-20.436	6.827	7.968	0	0.008	-0.001
Si	-17.717	-6.773	7.931	0.009	0.008	-0.004
Si	-20.445	-4.054	7.963	-0.001	-0.005	-0.006
Si	-17.715	-1.336	7.943	-0.001	-0.002	-0.007
Si	-16.349	0.015	9.308	0.002	-0.007	0.002
Si	-13.618	2.727	9.303	0.001	-0.002	0.002
Si	-16.347	5.449	9.304	0.003	-0.003	0.003
Si	-13.618	-8.156	9.306	0.002	-0.003	0.002
Si	-16.346	-5.432	9.306	0.005	-0.005	0
Si	-13.62	-2.718	9.311	-0.003	0.002	0.004
Si	-10.892	-0.004	9.33	-0.002	0	0.001
Si	-8.163	2.716	9.37	-0.004	0.002	-0.003
Si	-10.895	5.441	9.328	0	0.007	-0.001
Si	-8.164	-8.159	9.369	-0.001	0.003	0.002
Si	-10.884	-5.44	9.332	-0.003	-0.002	0
Si	-24.504	-2.692	9.382	0.004	-0.001	-0.001
Si	-21.789	0.024	9.349	-0.001	0.008	-0.001
Si	-19.075	2.737	9.324	0.002	0.001	0.004
Si	-21.783	5.468	9.357	0.001	-0.008	0.001
Si	-19.065	-8.134	9.317	0.004	-0.004	-0.002
Si	-21.794	-5.417	9.344	0.003	0.008	0
Si	-19.07	-2.699	9.318	0.001	0.003	0
Si	-14.986	-1.353	10.665	0	0.003	0.001
Si	-12.259	1.368	10.673	-0.01	0.004	-0.001
Si	-14.984	4.083	10.665	0.004	-0.004	-0.002
Si	-12.261	-9.515	10.679	-0.005	-0.004	0.002
Si	-14.983	-6.797	10.668	-0.005	0.004	0.003
Si	-12.254	-4.076	10.676	0.005	-0.004	-0.002
Si	-9.532	-1.358	10.703	0.003	-0.001	-0.001
Si	-6.808	1.361	10.75	0.009	-0.004	0.002
Si	-9.538	4.084	10.704	-0.008	-0.002	0.002
Si	-6.809	6.807	10.746	-0.002	0.001	-0.002
Si	-9.533	-6.795	10.711	0	-0.003	0.003
Si	-23.141	-4.064	10.731	-0.004	0	-0.003
Si	-20.421	-1.347	10.701	0.003	-0.011	-0.004
Si	-17.708	1.372	10.68	-0.003	0.002	0.001
Si	-20.426	4.091	10.706	-0.001	0.006	-0.001
Si	-17.702	6.812	10.671	0	0.001	0.001
Si	-20.426	-6.785	10.696	-0.002	0	-0.002
Si	-17.705	-4.068	10.674	0.004	0.007	0
Si	-13.625	0.009	12.024	0.006	-0.003	0.001
Si	-10.904	2.72	12.052	0.003	-0.004	0.002
Si	-13.62	5.435	12.03	-0.008	-0.004	-0.001
Si	-10.901	-8.161	12.054	-0.003	-0.002	0.002
Si	-13.615	-5.44	12.028	0.004	0.008	-0.002
Si	-10.897	-2.72	12.049	-0.005	0.003	0
Si	-8.18	-0.006	12.084	-0.01	0.004	0
Si	-5.455	2.714	12.131	-0.004	0.002	0.004
Si	-8.183	5.441	12.079	0.005	-0.003	-0.001
Si	-5.448	8.163	12.113	-0.001	-0.004	-0.002
Si	-8.178	-5.436	12.08	0.003	-0.005	0.005
Si	-21.773	-2.705	12.082	-0.002	-0.001	-0.004
Si	-19.057	0.012	12.059	0	-0.003	0.003
Si	-16.34	2.727	12.039	-0.001	0	0.005
Si	-19.053	5.451	12.047	0.001	-0.001	0.002
Si	-16.338	8.161	12.037	0.002	-0.007	0.005
Si	-19.061	-5.426	12.05	0.003	-0.003	0.004
Si	-16.34	-2.712	12.036	0.004	-0.001	0.004
Si	-14.977	1.362	13.398	-0.004	-0.002	0.002
Si	-12.265	4.082	13.408	-0.006	0.003	0.001
Si	-14.976	6.788	13.392	0.006	-0.006	0.002
Si	-12.26	-6.794	13.405	-0.008	0.001	-0.001
Si	-14.969	-4.076	13.386	0.005	-0.008	0
Si	-12.265	-1.348	13.382	-0.003	0.006	0
Si	-9.545	1.362	13.421	0.002	-0.004	0.008
Si	-6.831	4.088	13.455	-0.005	0.005	0.007
Si	-9.548	6.802	13.429	-0.004	0.006	0.003
Si	-6.816	-6.789	13.444	0.012	-0.002	-0.001
Si	-9.541	-4.072	13.427	-0.003	0.002	0.006
Si	-6.83	-1.362	13.463	0.012	0	-0.001
Si	-20.409	1.364	13.445	0.002	0.004	0.004
Si	-17.696	4.088	13.406	-0.001	0.007	0.002
Si	-20.408	-9.524	13.426	-0.001	-0.001	-0.003
Si	-17.701	9.52	13.399	0	0.003	0.008
Si	-20.421	-4.08	13.435	-0.012	0.012	0.002
Si	-17.69	-1.351	13.412	0.002	-0.005	0.003
Si	-16.32	0.002	14.777	0.002	-0.004	0.004
Si	-13.619	2.716	14.766	0.005	-0.005	0.005
Si	-16.332	5.437	14.768	0.004	-0.001	0.002
Si	-13.608	8.14	14.746	-0.003	-0.006	0
Si	-16.319	-5.449	14.739	0	0.005	0.003
Si	-13.615	-2.704	14.743	0.005	-0.002	0.003
Si	-10.909	-0.009	14.76	-0.009	-0.003	-0.008
Si	-8.203	2.726	14.796	0.003	-0.004	-0.002
Si	-10.908	5.434	14.784	0.007	0.002	0.008
Si	-8.183	-8.151	14.78	0.007	0.001	-0.001
Si	-10.907	-5.429	14.774	0	-0.007	0
Si	-8.191	-2.726	14.816	-0.005	-0.002	0.009
Si	-21.762	0.018	14.838	0.002	0.002	0.006
Si	-19.036	2.723	14.785	-0.005	0	-0.002
Si	-21.745	5.441	14.822	0.006	0.005	0.001
Si	-19.051	-8.164	14.777	-0.003	0.001	0.002
Si	-21.751	-5.453	14.832	-0.008	0	0.005
Si	-19.059	-2.707	14.769	0.007	-0.005	0.002
O	6.499	-6.861	-1.422	-0.409	0.347	-0.104
O	-6.288	-3.864	-1.743	-0.241	0.033	-0.278
O	4.104	-4.247	-1.434	0.525	-0.216	-0.303
O	-9.945	7.342	-6.025	0.618	-0.138	0.035
O	-3.863	-3.969	-2.651	0.31	-0.6	-0.322
O	-0.205	2.645	22.034	-0.07	0.015	0.418
O	7.159	-6.622	23.104	0.375	-0.345	0.243
O	2.487	-5.399	22.167	-0.109	-0.024	0.367
O	-2.782	5.497	22.035	0.006	-0.122	0.363
O	-6.348	1.714	22.863	0.403	0.163	0.15
O	-5.529	8.109	22.027	0.129	0.02	0.196
O	-2.091	-2.234	-3.474	-0.37	-0.075	-0.44
O	-5.536	-2.703	22.044	0.152	0	0.541
O	-5.906	-4.907	-4.101	0.027	0.179	-0.26
O	1.553	-0.821	23.209	0.359	0.414	-0.061
O	-7.446	3.982	-6.057	0.36	0.278	0.263
O	-5.911	-4.602	24.981	0.046	-0.158	-0.007
O	8.361	8.023	-0.364	0.054	0.054	-0.367
O	7.621	3.752	-0.846	0.787	-0.248	0.148
O	-3.108	-5.685	-6.481	0.062	-0.281	0.627
O	-4.082	-7.037	-1.642	-0.423	0.309	-0.274
O	-0.781	1.044	-1.279	0.003	-0.092	-0.452
O	7.113	4.876	22.71	0.138	0.001	0.149
O	-4.66	-7.189	-4.142	0.048	-0.045	-0.441
O	2.922	2.722	-0.23	-0.075	0.021	-0.452
O	1.689	-7.432	-1.181	0.377	-0.262	-0.141
O	-1.584	-0.942	-5.689	0.377	-0.188	-0.379
O	-4.841	4.151	22.808	0.145	-0.414	0.289
O	8.425	3.47	-3.28	-0.159	0.058	-0.169
O	1.569	4.143	23.052	0.335	0.068	0.159
O	-1.074	2.552	-4.475	-0.085	-0.487	0.394
O	3.79	5.218	-3.051	0.21	-0.047	0.012
O	4.552	1.818	25.905	-0.472	0.162	0.099
O	-2.469	2.788	-0.37	-0.16	0.348	-0.381
O	-6.82	5.985	22.876	-0.19	-0.011	0.466
O	-0.282	-0.327	-3.458	-0.073	0.09	-0.263
O	2.763	-2.518	-0.25	0.132	0.032	-0.373
O	3.277	6.412	22.789	-0.466	-0.392	0.016
O	-1.84	-1.557	23.903	0.649	0.097	0.071
O	-1.803	3.758	-6.611	0.02	0.106	-0.164
O	-5.304	-0.025	-0.563	-0.032	-0.329	-0.309
O	1.8	5.803	24.941	-0.131	0.183	0.405
O	9.769	1.418	-1.447	-0.339	0.502	-0.341
O	0.977	0.705	25.341	-0.372	0.033	-0.216
O	8.745	-4.514	23.095	-0.256	0.305	0.259
O	8.93	6.66	23.247	0.022	0.147	0.539
O	-4.893	2.136	25.032	0.072	-0.191	0.019
O	7.164	-1.586	23.296	0.014	-0.554	0.185
O	-0.827	6.212	-1.185	-0.21	-0.203	-0.581
O	3.584	6.796	-1.015	-0.281	0.176	-0.064
O	3.038	7.908	-3.27	0.354	0.172	-0.478
O	4.152	1.076	23.372	-0.674	-0.259	0.17
O	-1.93	0.883	22.902	0.332	0.309	0.342
O	-4.063	-0.687	22.917	-0.472	0.026	0.218
O	0.007	-2.736	22.123	0.165	-0.055	0.321
O	3.076	8.041	24.828	-0.488	0.321	0.214
O	0.831	-7.232	23.092	0.297	0.278	0.391
O	4.143	-3.647	23.209	-0.112	0.561	0.212
O	-0.99	7.21	22.918	0.106	-0.221	0.176
O	-2.082	-6.721	-3.3	-0.05	0.198	-0.136
O	-0.848	-6.692	-5.618	0.559	-0.564	-0.296
O	3.73	2.564	-3.332	0.05	-0.415	0.414
O	8.333	0.354	22.175	0.011	0.122	0.324
O	-3.588	-5.763	25.476	0.203	-0.312	0.644
O	-3.919	-6.418	22.966	0.062	0.459	0.038
O	-3.996	4.785	-1.13	0.365	0.476	0.048
O	8.768	-0.233	25.021	0.396	-0.126	-0.081
O	-6.576	-6.731	-5.866	-0.181	-0.276	-0.069
O	4.74	4.144	-5.235	0.156	-0.257	-0.454
O	-30.414	-2.431	24.841	0.082	0.141	0.172
O	-29.504	-3.468	-1.216	0.062	0.482	-0.032
O	-2.014	-4.065	23.037	-0.168	-0.531	0.121
O	-5.514	-2.38	-3.959	0.052	0.256	0.05
O	-5.963	6.553	-1.405	0.097	0.394	-0.348
O	-11.947	-5.151	-4.052	-0.006	-0.311	-0.16
O	-3.126	7.252	-3.323	0.507	-0.144	0.171
O	1.166	-0.678	-1.261	0.032	-0.228	-0.607
O	29.619	-6.795	-3.359	0.632	0.023	0.455
O	-2.215	4.82	-3.691	-0.017	-0.451	0.241
O	15.105	1.135	-1.394	0.329	-0.062	-0.008
O	25.635	-2.863	24.648	0.321	0.212	0.328
O	6.564	1.607	-5.51	0.039	0.362	0.254
O	18.327	-4.914	25.255	0.102	0.144	-0.205
O	30.002	-3.667	25.313	-0.002	0.35	0.079
O	-12.107	7.31	-1.514	0.169	0.545	0.056
O	-7.256	1.215	25.249	0.024	0.002	-0.192
O	5.466	2.894	22.164	0.224	0.156	0.488
O	12.013	4.52	-1.122	0.087	-0.091	-0.172
O	4.306	-4.126	-3.994	0.008	0.68	0.097
O	-6.392	4.055	-1.7	0.031	-0.2	0.376
O	-17.769	3.609	-6.385	0.264	0.085	0.69
O	1.923	-3.506	-3.041	-0.143	0.218	0.151
O	5.525	0.064	-3.511	-0.598	-0.391	-0.097
O	4.645	0.862	-1.11	-0.357	-0.067	-0.3
O	28.476	3.623	23.205	0.457	0.225	0.321
O	-27.145	5.115	-6.553	0.361	-0.056	0.411
O	5.61	5.349	-0.208	0.008	-0.015	-0.24
O	29.806	8.139	-0.323	0.053	0.073	-0.266
O	-3.648	-3.212	24.921	-0.055	0.423	0.293
O	31.033	0.754	23.167	0.196	0.069	0.611
O	-23.284	6.781	-4.274	0.088	-0.565	0.209
O	7.568	5.884	-5.314	0.008	-0.088	0.314
O	3.809	-6.17	-5.628	-0.333	-0.516	-0.131
O	0.117	-5.46	-0.423	0.162	0.049	-0.404
O	20.782	-3.956	25.313	-0.299	-0.109	0.01
O	5.292	8.068	22.194	0.064	-0.091	0.024
O	-8.312	-7.891	24.934	-0.083	-0.446	-0.287
O	-1.562	-6.766	24.043	0.266	0.409	-0.106
O	2.703	0.422	-4.527	0.002	-0.15	0.286
O	6.55	-0.945	-1.295	-0.267	-0.29	-0.385
O	16.424	-8.113	21.917	0.073	0.063	-0.119
O	0.567	-7.329	-3.55	-0.088	-0.399	-0.095
O	27.517	-4.513	25.281	-0.066	0.155	0.201
O	-9.411	4.445	22.979	0.366	-0.016	0.313
O	19.939	7.35	-0.561	-0.225	0.201	0.072
O	-13.859	6.071	-2.942	0.106	-0.022	-0.366
O	-3.447	-1.742	-1.304	-0.121	-0.028	-0.163
O	27.839	7.628	-3.323	-0.547	-0.657	0.294
O	22.656	-6.77	-1.33	-0.007	0.106	-0.109
O	10.1	-4.378	-1.3	-0.023	-0.073	-0.296
O	20.28	-7.25	-2.462	0.007	-0.171	-0.662
O	17.873	6.962	24.719	-0.701	0.044	0.044
O	9.885	-0.449	-5.969	-0.14	0.275	-0.531
O	16.397	2.815	22.18	-0.019	-0.049	0.062
O	-1.065	-3.497	25.41	0.214	-0.576	-0.061
O	-18.119	4.26	24.797	0.226	0.125	-0.484
O	19.987	-5.208	23.133	0.043	-0.363	-0.061
O	14.821	6.825	23.23	0.083	-0.356	0.172
O	14.611	3.767	24.4	0.495	0.293	-0.303
O	10.712	8.107	22.071	0.32	-0.349	0.336
O	14.744	-3.668	-1.253	0.39	-0.027	-0.624
O	10.732	-2.885	22.374	0.168	0.164	0.161
O	19.926	5.435	24.776	0.486	0.44	-0.368
O	17.048	-1.027	23.694	-0.39	0.579	0.261
O	9.272	-0.232	-3.47	-0.359	-0.142	0.197
O	6.354	-4.459	24.342	0.167	0.432	0.18
O	-19.791	-1.084	22.867	0.172	-0.128	0.375
O	23.577	3.593	-0.85	0.426	-0.428	0.08
O	12.628	-2.259	-0.666	0.056	-0.331	0.091
O	6.916	6.299	24.923	-0.163	0.637	0.274
O	14.054	0.632	-3.79	-0.111	0.324	-0.434
O	23.577	4.696	23.171	-0.15	0.254	0.372
O	9.17	-2.633	-4.814	0.325	-0.295	0.499
O	21.49	0.307	-0.367	-0.142	-0.043	-0.371
O	17.998	-7.318	-1.233	-0.096	0.018	-0.334
O	9.914	-7.581	-5.327	-0.104	-0.461	0.101
O	12.082	3.539	23.766	-0.366	-0.331	0.25
O	15.028	6.621	-1.566	0.114	0.106	-0.279
O	4.805	-0.203	-5.994	0.185	0.031	-0.5
O	17.845	4.671	23.308	-0.331	-0.179	0.445
O	0.199	-2.548	-4.767	0.37	0.114	-0.589
O	10.541	2.159	-3.833	0.503	-0.035	-0.366
O	16.607	0.317	-3.237	-0.039	0.372	-0.281
O	-0.134	1.662	-6.755	0.224	-0.207	0.204
O	8.714	4.428	24.655	0.016	-0.318	-0.153
O	25.611	6.321	23.223	-0.024	0.261	0.363
O	19.044	-2.928	-0.408	-0.059	0.059	-0.328
O	14.859	7.428	-6.885	-0.398	0.217	-0.016
O	18.968	1.605	25.224	-0.279	-0.08	-0.555
O	-29.188	-5.578	-5.476	-0.365	-0.271	0.655
O	15.692	2.686	-3.551	0.035	-0.056	-0.039
O	11.063	-0.198	-0.038	-0.002	0.045	-0.042
O	23.902	7.618	-3.744	0.06	0.136	0.485
O	-13.723	2.873	24.975	-0.124	-0.312	0.18
O	25.278	1.28	-1.265	-0.474	0.109	-0.256
O	19.039	-2.119	24.658	-0.18	-0.241	-0.154
O	26.052	-4.774	22.972	-0.313	-0.416	0.084
O	20.792	1.143	23.574	0.201	-0.602	0.132
O	15.025	1.282	23.621	-0.071	-0.656	0.454
O	23.498	-1.793	23.427	-0.177	-0.135	0.228
O	17.989	4.66	-1.113	-0.449	0.204	-0.028
O	-24.832	-7.626	-3.63	-0.274	-0.248	-0.349
O	16.363	-5.491	-0.345	0.126	-0.074	-0.547
O	15.536	-5.549	24.975	0.247	-0.187	-0.455
O	32.345	-5.415	-0.426	-0.173	0.015	-0.553
O	-9.548	-6.305	-4.312	0.404	0.245	-0.41
O	18.995	-0.401	-2.657	0.426	-0.147	0.328
O	16.056	-2.922	22.309	0.07	-0.096	0.218
O	4.363	5.712	25.016	-0.145	-0.125	0.124
O	10.78	-5.834	-3.468	0.341	-0.11	-0.353
O	13.584	-8.06	-0.283	-0.144	-0.14	-0.24
O	12.959	-7.876	24.4	0.02	-0.044	-0.201
O	11.461	0.491	25.537	0.031	-0.129	-0.508
O	-27.864	2.924	25.621	0.24	0.061	-0.418
O	-9.138	7.546	-3.485	0.102	-0.241	0.201
O	32.281	7.31	-5.039	0.381	-0.112	-0.143
O	-0.322	-4.872	-3.698	-0.167	0.153	0.388
O	18.064	-2.977	-6.104	0.778	-0.098	0.309
O	14.169	-3.115	24.825	0.35	0.278	0.279
O	-28.683	1.426	23.593	-0.085	-0.305	0.17
O	26.877	1.587	22.729	0.445	-0.29	0.026
O	13.792	2.968	-6.016	0.048	0.264	0.689
O	-23.632	-2.69	-3.627	-0.234	0.137	0.155
O	-23.295	1.748	-1.747	0.097	0.493	-0.096
O	11.704	-6.109	23.073	0.112	0.39	0.213
O	-28.799	6.4	22.983	-0.435	-0.212	0.156
O	24.843	-1.545	-3.363	-0.285	0.019	-0.012
O	-24.755	6.367	-6.403	0.065	-0.27	0.344
O	13.619	2.751	-0.163	-0.181	0.118	-0.459
O	25.803	0.827	-3.839	-0.236	0.28	-0.442
O	8.297	-2.712	-0.402	0.142	-0.083	-0.164
O	24.75	5.23	25.509	-0.537	0.016	0.198
O	-12.284	-3.237	22.778	0.584	0.114	0.299
O	-22.177	-4.961	-3.601	0.413	0.363	-0.54
O	-27.001	-6.133	-3.973	-0.105	0.285	0.202
O	-32.181	-1.557	-4.188	0.147	0.308	-0.225
O	10.301	6.484	-1.276	0.253	0.017	-0.579
O	11.688	-2.483	25.654	-0.617	0.043	-0.015
O	-22.3	-7.52	-2.899	0.252	-0.182	0.184
O	17.084	-1.385	-1.194	-0.45	0.075	-0.091
O	8.842	-5.201	-5.152	-0.659	0.053	-0.252
O	-27.409	-2.105	-5.379	0.67	0.256	0.138
O	6.022	-0.061	25.007	-0.03	0.15	0.411
O	18.652	-7.327	-7.059	0.312	0.331	0.243
O	22.884	2.247	-2.967	-0.27	-0.208	0.499
O	12.297	-1.115	-4.908	-0.048	-0.322	0.006
O	10.343	-3.959	-6.898	0.486	0.017	0.15
O	-2.566	2.991	25.511	-0.395	0.35	-0.574
O	-32.605	-3.731	25.259	-0.123	-0.295	-0.018
O	9.602	2.221	25.501	-0.125	-0.06	-0.41
O	21.967	2.889	22.222	0.047	0.001	0.344
O	23.095	-1.564	-1.422	-0.186	-0.003	-0.16
O	-0.067	7.798	25.28	0.179	-0.555	0.044
O	18.893	-0.499	-5.251	0.105	0.045	-0.491
O	30.085	5.403	22.246	-0.231	0.149	0.565
O	9.564	4.096	-5.491	0.398	-0.091	-0.311
O	13.65	-0.807	25.86	0.931	-0.05	0.254
O	-19.473	5.672	-6.709	0.332	0.254	0.05
O	32.067	6.99	23.011	0.323	-0.425	0.249
O	13.743	-1.803	-2.902	0.332	-0.031	-0.17
O	12.605	6.589	-2.692	-0.185	0.478	-0.142
O	26.555	-5.954	-6.335	0.196	0.233	-0.227
O	21.738	5.383	-0.198	0.085	0.226	-0.255
O	-29.519	5.219	25.135	0.182	-0.211	0.293
O	7.291	3.735	-6.803	-0.01	0.243	-0.349
O	18.956	1.91	-4.002	-0.38	0.055	0.203
O	-14.408	1.9	-5.058	-0.151	0.131	-0.404
O	27.568	-4.211	-0.785	0.155	-0.453	-0.096
O	25.926	3.737	23.765	-0.201	-0.28	-0.2
O	-29.62	-0.686	-5.541	-0.501	0.246	0.158
O	7.327	-0.848	-5.193	-0.064	-0.269	-0.077
O	32.332	0.214	-0.067	0.17	-0.02	-0.318
O	21.676	8.14	22.312	0.013	-0.083	0.347
O	22.23	-7.646	-5.446	-0.594	0.289	-0.093
O	27.687	4.274	-3.729	0.226	0.05	0.009
O	-22.717	-3.178	24.811	0.421	0.171	-0.229
O	23.227	4.986	-3.022	-0.372	0.245	-0.057
O	17.251	-2.01	-3.879	-0.054	-0.601	0.05
O	-26.761	-1.025	-1.272	-0.111	-0.484	-0.508
O	26.752	5.744	-0.371	-0.155	-0.144	-0.333
O	13.889	1.754	25.891	-0.18	0.154	0.116
O	-30.352	-1.095	22.617	-0.051	0.423	0.298
O	-11.843	0.919	-1.444	0.022	-0.022	-0.496
O	-19.632	2.181	-3.496	0.434	-0.293	-0.039
O	-18.667	4.633	-3.09	-0.155	0.153	-0.192
O	-19.932	-5.876	-6.778	-0.314	-0.302	-0.236
O	11.927	1.097	-6.22	-0.52	0.442	0.405
O	12.961	-5.343	25.15	0	0.25	0.238
O	-16.194	-7.975	25.217	0.139	-0.239	0.213
O	-12.559	-1.373	24.725	0.437	0.241	-0.017
O	-25.949	-6.781	-1.563	-0.26	-0.433	-0.216
O	21.098	0.469	-3.946	0.173	-0.45	0.136
O	-18.895	5.537	22.059	-0.245	0.195	0.487
O	27.51	2.109	25.161	-0.45	0.019	0.111
O	24.187	-7.782	25.803	-0.41	-0.302	-0.17
O	32.645	2.622	22.259	0.148	-0.177	0.372
O	-25.597	-6.337	23.261	-0.224	0.113	0.227
O	-19.132	-8.072	-0.693	0.121	-0.022	-0.388
O	-29.931	-5.434	22.152	0.028	-0.149	0.551
O	-31.798	-7.093	22.983	-0.103	0.061	0.576
O	15.343	-6.781	-5.573	-0.184	0.296	0.623
O	27.164	8.095	22.102	-0.222	-0.029	0.072
O	-12.252	-4.628	-1.564	0.114	-0.15	-0.157
O	27.43	-2.754	22.103	-0.133	-0.093	0.259
O	-30.101	-4.853	25.726	0.033	-0.077	-0.369
O	24.811	-7.878	-6.092	-0.253	-0.283	-0.101
O	26.919	-3.787	-4.873	-0.689	0.062	-0.275
O	19.434	-7.22	24.912	0.481	-0.043	0.191
O	-23.828	7.129	-1.654	-0.125	-0.249	-0.188
O	-25.705	3.722	-1.54	0.53	0.202	-0.403
O	-4.222	-0.8	-5.704	0.054	0.428	-0.01
O	29.058	-0.951	23.002	-0.526	0.275	0.215
O	10.784	-6.709	25.539	-0.074	-0.418	0.128
O	-23.312	6.382	22.988	0.216	0.345	0.473
O	31.516	-3.576	-4.762	-0.176	-0.268	0.282
O	-30.226	2.745	-0.35	0.026	-0.241	-0.644
O	-31.262	-6.984	-1.623	0.087	-0.251	-0.147
O	-11.225	3.238	24.477	0.431	0.021	0.12
O	-16.811	-4.508	25.086	0.328	0.06	-0.185
O	25.236	3.261	-2.891	0.283	0.208	-0.096
O	-26.44	1.308	-2.313	0.352	-0.283	0.123
O	-31.246	4.535	23.292	0.047	0.451	-0.135
O	-29.742	-5.389	-2.963	0.734	0.037	-0.043
O	6.681	7.599	-3.391	0.151	-0.291	0.23
O	-27.56	-5.198	-0.452	-0.023	-0.065	-0.367
O	30.614	1.897	-0.993	-0.313	0.146	-0.098
O	27.285	5.737	25.977	0.263	-0.563	-0.389
O	-30.992	1.209	-6.968	0.155	0.185	-0.096
O	-9.309	4.449	25.65	0.197	-0.401	0.124
O	-27.635	7.136	25.265	0.395	-0.253	-0.072
O	31.335	-1.486	-6.225	0.079	0.07	0.546
O	28.712	4.192	-1.364	0.522	0.191	-0.201
O	-18.344	2.726	-1.223	0.301	0.46	0.251
O	27.104	-0.036	-0.115	-0.023	-0.147	-0.101
O	28.792	-1.845	-0.941	0.116	0.169	-0.267
O	-30.405	2.718	24.99	-0.421	-0.305	0.085
O	-17.867	-0.917	24.704	0.342	-0.124	-0.197
O	31.763	1.02	-6.319	-0.371	0.091	0.48
O	-23.183	-4.709	22.796	-0.668	-0.19	0.145
O	32.14	5.208	-3.446	0.17	-0.59	-0.111
O	-27.402	3.447	-3.532	0.037	0.25	0.056
O	-25.94	-1.735	23.242	0.127	-0.387	0.22
O	-32.014	4.573	-1.05	-0.068	0.02	-0.065
O	-14.301	-1.46	22.835	-0.209	0.66	0.201
O	-29.069	7.236	-1.2	-0.045	0.57	-0.032
O	-14.063	6.663	-6.246	0.449	0.312	0.301
O	-23.817	-0.774	25.217	0.003	0.163	-0.346
O	-15.267	4.349	-6.661	0.145	-0.21	0.449
O	31.226	-1.61	24.361	0.398	0.011	0.453
O	-32.37	-2.671	21.984	0.329	-0.114	0.345
O	4.184	-5.955	24.396	0.209	-0.403	-0.504
O	18.622	6.846	-2.661	0.019	-0.001	-0.633
O	27.864	-6.878	-1.3	-0.391	0.322	-0.097
O	19.019	3.991	-5.625	-0.297	0.322	-0.107
O	28.933	-5.402	-5.458	0.058	0.631	-0.229
O	-28.732	-3.273	22.931	0.315	0.112	0.099
O	-29.587	-8.024	-3.438	0.578	-0.017	-0.33
O	-23.32	-7.675	-6.181	-0.004	0.403	0.298
O	-13.258	-7.807	-3.522	0.31	0.315	-0.301
O	-3.039	0.36	25.192	-0.143	-0.423	0.594
O	-31.67	-3.727	-2.929	-0.494	-0.175	0.252
O	-11.519	-6.871	-5.962	-0.646	-0.019	0.018
O	-24.288	-0.05	22.076	0.335	-0.244	0.339
O	28.588	-6.517	23.244	-0.053	0.407	0.371
O	29.092	7.609	24.842	0.201	-0.584	-0.028
O	14.659	7.037	25.79	0.558	-0.599	-0.104
O	-31.942	4.589	25.92	-0.444	-0.131	0.027
O	25.305	-2.913	-1.069	-0.141	0.238	-0.147
O	-28.733	0.796	-1.265	-0.441	-0.221	-0.392
O	-24.161	5.707	25.313	-0.083	0.336	0.141
O	-23.768	-5.752	25.09	0.307	-0.354	0.463
O	29.031	-8.02	-5.589	-0.21	-0.069	-0.554
O	-7.166	1.621	-1.46	-0.484	-0.249	-0.536
O	25.792	-0.872	-5.803	0.514	0.226	-0.122
O	16.818	-2.891	25.709	-0.525	-0.086	-0.14
O	5.829	-4.534	-5.936	0.19	0.234	0.269
O	29.472	0.269	25.261	0.192	-0.2	0.07
O	5.938	3.801	-2.866	-0.155	0.007	0.045
O	-10.305	-4.41	-5.876	0.683	0.082	-0.215
O	24.64	7.849	-0.41	-0.067	0.007	-0.317
O	31.595	6.545	-1.277	0.08	0.236	-0.47
O	-26.742	-2.339	25.763	-0.641	0.162	0.336
O	-31.655	-1.124	-1.686	0.107	-0.403	-0.212
O	22.537	-5.808	25.753	-0.286	-0.269	0.342
O	-20.716	-7.948	25.082	-0.499	-0.088	0.005
O	22.649	-1.4	-5.822	-0.572	-0.068	0.657
O	-5.021	5.828	24.802	0.334	-0.215	0.01
O	2.381	0.558	-7.039	0.399	0.103	-0.109
O	29.131	-2.524	-5.452	-0.313	0.411	-0.353
O	-10.702	-6.724	25.382	0.114	0.166	0.363
O	-11.958	2.154	-4.321	-0.159	-0.26	0.002
O	-30.105	3.207	-3.201	0.032	0.105	0.165
O	-22.119	6.297	-6.571	-0.24	-0.489	0.144
O	-27.023	2.853	22.25	0.013	0.193	0.351
O	11.833	-6.326	-1.128	0.019	-0.302	-0.197
O	-29.12	-3.402	-6.865	-0.355	0.183	-0.145
O	-28.311	-1.057	24.171	-0.138	0.59	0.246
O	8.317	-5.865	25.332	-0.396	-0.144	0.226
O	-20.27	1.019	-5.823	0.25	0.233	-0.02
O	27.545	2.07	-2.353	0.237	-0.385	0.298
O	-29.355	-2.753	-3.738	0.102	0.019	-0.104
O	23.024	1.205	-5.454	0.6	0.547	-0.004
O	22.461	6.097	-5.233	-0.081	-0.521	-0.219
O	-27.327	-7.235	-6.301	0.058	-0.344	0.307
O	26.248	3.606	-5.751	-0.05	-0.398	0.359
O	30.275	-3.975	-1.117	0.22	-0.372	-0.335
O	-24.464	1.752	24.388	-0.224	-0.028	-0.219
O	-15.353	0.009	-6.365	-0.264	-0.56	-0.07
O	25.197	5.552	-4.542	-0.025	-0.212	0.142
O	1.417	6.192	-2.558	-0.205	0.135	-0.578
O	-9.681	-1.723	23.087	-0.354	-0.237	0.199
O	-15.701	4.443	25.659	0.023	0.151	0.391
O	3.334	-0.472	25.205	0.293	-0.298	0.474
O	-2.441	7.983	-0.275	-0.159	-0.167	-0.271
O	-22.961	3.898	23.915	0.658	0.248	0.085
O	-32.577	-8.098	25.31	-0.576	-0.051	0.37
O	-27.124	-8.121	22.158	-0.082	-0.082	0.354
O	-5.786	8.13	25.935	-0.053	0.638	0.191
O	12.776	5.863	24.32	-0.471	0.057	-0.266
O	-16.475	7.524	-6.268	-0.433	-0.536	-0.359
O	30.957	-7.114	23.734	0.131	0.589	-0.218
O	14.36	0.622	-7.049	0.012	-0.259	0.414
O	-12.039	-2.422	-5.37	-0.361	-0.003	0.122
O	-18.288	-4.234	22.919	-0.689	-0.06	0.07
O	-13.679	-0.612	-4.431	-0.091	0.002	0.011
O	-23.567	-0.014	-3.674	-0.345	-0.181	-0.012
O	1.357	1.576	-2.717	-0.043	0.293	0.283
O	-31.678	-6.796	-4.306	-0.033	0.277	-0.06
O	-11.007	8.07	21.877	-0.034	-0.17	0.406
O	16.463	-0.861	-6.262	-0.409	0.194	0.088
O	-19.798	0.864	24.605	-0.124	0.159	-0.39
O	15.847	4.401	-5.667	0.449	0.293	-0.068
O	-31.298	-3.861	-5.497	-0.023	0.083	-0.124
O	-26.269	0.135	25.134	-0.546	0.225	0.064
O	-9.403	-6.729	-1.76	-0.157	0.112	-0.135
O	-23.036	-4.135	-1.42	0.294	-0.094	0.067
O	-19.189	-1.302	-5.744	0.782	-0.088	0.081
O	27.547	6.075	-5.469	0.022	0.093	-0.373
O	-8.973	3.548	-1.336	-0.305	-0.114	-0.229
O	-16.346	2.66	21.965	-0.028	-0.001	0.477
O	-9.476	-6.537	23.022	-0.104	0.243	-0.043
O	-20.248	3.766	23.27	-0.468	-0.344	0.246
O	-13.572	-5.462	22.045	0.009	0.018	0.519
O	23.3	-3.299	25.583	0.08	0.02	0.178
O	-22.388	1.656	22.733	0.305	0.304	-0.084
O	-21.732	-8.173	21.939	-0.109	-0.014	0.284
O	-18.12	-3.679	-1.455	-0.078	-0.242	-0.39
O	-21.613	-2.749	21.995	-0.152	-0.14	0.294
O	-0.415	4.38	24.85	-0.245	0.25	-0.338
O	-20.359	3.554	-5.589	-0.28	0.403	0.053
O	-15.843	-7.527	-3.98	0.08	-0.075	0.09
O	31.163	-4.057	23.117	-0.41	-0.355	0.127
O	-7.892	8.049	-0.468	-0.114	0.023	-0.24
O	17.154	7.473	-5.558	-0.034	-0.049	0.484
O	-19.298	-2.933	-3.647	0.121	-0.494	-0.125
O	-20.342	5.702	25.068	-0.286	0.033	-0.215
O	-16.635	0.822	-1.239	0.475	0.155	0.09
O	23.501	-6.671	23.431	0.425	0.179	0.212
O	-24.81	-4.988	-3.179	-0.33	0.355	-0.128
O	-13.53	2.709	-0.445	-0.192	0.133	-0.477
O	-14.889	-7.399	-1.491	-0.078	-0.547	0.061
O	-7.315	-4.545	22.787	-0.453	-0.33	0.012
O	-6.774	3.79	24.426	-0.333	0.204	0.173
O	-17.433	6.432	-1.583	0.112	0.211	0.096
O	-9.619	2.659	-5.365	0.214	-0.107	-0.319
O	-14.828	4.355	23.099	-0.166	0.323	0.072
O	-11.965	0.982	25.68	0.147	-0.006	0.311
O	-9.975	0.9	-3.327	0.433	-0.045	0.109
O	19.914	7.24	-5.529	0.112	-0.225	0.235
O	-20.645	3.745	-1.646	-0.171	0.096	-0.581
O	0.123	4.854	-5.065	-0.17	0.504	-0.452
O	-12.603	8.059	24.379	0.026	0.313	-0.278
O	-13.554	-2.722	-0.423	0.139	0.17	-0.304
O	-12.812	6.255	22.527	-0.34	-0.35	0.22
O	-16.158	5.084	-3.532	0.047	0.044	-0.285
O	-23.491	-1.333	-5.926	-0.66	0.024	-0.044
O	-9.3	5.18	-4.597	0.198	0.1	-0.083
O	-21.809	-0.024	-0.625	-0.058	-0.071	-0.721
O	-11.582	-1.191	-3.044	0.015	0.026	0.009
O	21.215	2.997	-4.731	0.128	0.423	-0.209
O	-2.729	1.344	-6.142	-0.463	0.29	0.064
O	-26.048	-4.729	25.356	-0.48	0.141	-0.189
O	2.753	-5.903	-2.954	-0.068	-0.162	-0.24
O	-18.486	7.365	25.935	-0.014	-0.353	-0.1
O	22.99	-3.97	-5.452	0.03	-0.026	-0.156
O	-30.102	7.773	24.835	-0.195	0.495	-0.157
O	-15.25	4.574	-1.197	-0.259	-0.089	-0.07
O	2.838	-1.841	-6.055	-0.065	-0.243	0.448
O	10.403	2.339	22.328	-0.199	-0.196	0.559
O	-29.165	4.044	-5.417	-0.585	-0.277	-0.246
O	17.041	4.971	-3.504	-0.106	0.205	-0.294
O	-17.974	0.826	22.781	0.271	0.177	0.427
O	-4.834	5.33	-3.525	-0.283	-0.236	-0.32
O	-16.374	-2.73	21.956	-0.134	0.042	0.492
O	-25.765	-7.367	25.697	0.17	-0.423	-0.064
O	31.573	0.32	-2.95	-0.287	-0.09	-0.231
O	20.998	-2.765	23.054	0.152	0.388	0.03
O	-7.811	3.14	-3.625	-0.009	-0.303	-0.018
O	-31.269	6.62	-2.442	-0.188	0.292	-0.097
O	20.738	-4.942	-1.088	0.249	0.056	-0.277
O	12.457	-4.118	-2.488	0.421	0.012	-0.605
O	-14.349	-5.457	-3.115	-0.389	0.301	-0.201
O	-17.142	7.268	22.947	0.098	-0.28	0.173
O	-16.389	-5.434	-0.579	0.161	0.107	-0.288
O	-3.313	5.892	-5.694	-0.097	0.449	-0.29
O	-10.707	5.36	-0.551	-0.153	0.093	-0.406
O	-8.199	0.08	22.006	-0.199	-0.018	0.261
O	-10.261	-2.979	25.285	-0.094	-0.418	-0.273
O	-13.958	3.504	-3.152	0.176	-0.56	0.524
O	12.638	-1.436	23.42	0.278	0.41	0.16
O	-19.959	-6.635	22.861	0.494	0.248	0.138
O	26.797	-8.011	25.718	-0.01	0.412	-0.685
O	1.134	-1.925	25.543	0.181	-0.064	0.164
O	19.583	4.394	-3.134	0.673	-0.087	0.063
O	-26.875	-4.597	-6.154	0.381	0.02	-0.208
O	-31.986	-7.469	-6.939	0.352	-0.545	-0.079
O	-24.797	-2.581	-0.457	0.085	-0.323	-0.447
O	-21.414	-1.52	-4.336	0.321	0.509	0.197
O	11.761	0.107	-2.686	-0.188	-0.129	0.512
O	21.339	-1.45	25.526	0.434	0.174	-0.397
O	-11.498	6.579	-4.022	-0.16	-0.184	-0.184
O	-15.17	-1.204	-1.658	0.039	-0.415	-0.455
O	1.21	4.76	-0.474	0.278	0.025	0.116
O	-22.004	5.567	-0.575	0.293	0.105	-0.028
O	-31.891	2.761	-5.108	0.082	0.605	0.185
O	-6.608	-1.714	-6.269	-0.176	-0.281	0.197
O	23.677	-3.792	-2.884	0.161	-0.115	0.237
O	-20.221	-6.482	-4.167	0.444	0	0.197
O	-10.237	-2.025	-7.099	0.597	-0.058	-0.325
O	-20.524	-3.521	-5.891	-0.444	-0.293	-0.006
O	-18.928	-5.922	25.058	-0.001	-0.143	0.422
O	28.719	-3.444	-3.039	0.421	-0.213	-0.232
O	-17.725	-1.246	-2.402	0.196	0.312	-0.19
O	-21.338	-5.357	24.66	0.192	0.441	0.371
O	24.359	-0.877	25.751	0.191	0.527	-0.013
O	29.927	6.277	-4.238	0.009	-0.068	0.159
O	-10.851	2.707	21.752	-0.032	-0.013	0.161
O	-8.467	-5.285	25.047	-0.04	0.075	0.4
O	14.419	4.919	-3.482	-0.605	-0.332	-0.19
O	15.897	-4.465	-6.748	-0.233	0.454	0.354
O	-7.763	-2.751	24.648	0.575	0.181	0.301
O	21.737	-5.362	-3.454	-0.419	0.18	-0.202
O	-13.434	-3.046	-3.332	-0.421	0.186	0.219
O	-9.756	-0.688	-1.275	0.376	0.159	-0.367
O	5.014	6.726	-5.143	-0.327	0.282	0.078
O	-22.157	1.733	25.345	-0.366	-0.094	0.385
O	32.55	2.654	-2.667	0.081	0.336	0.112
O	19.456	6.596	22.605	0.06	0.036	0.129
O	-20.063	-1.864	-1.383	-0.189	0.169	-0.312
O	1.881	2.966	-5.038	-0.122	-0.195	-0.212
O	-9.078	-0.59	25.43	-0.34	0.208	-0.133
O	-10.676	0.301	-5.774	-0.198	-0.14	0.15
O	25.077	-5.452	25.21	-0.044	-0.012	0.514
O	29.428	-6.251	25.711	0.19	-0.285	0.409
O	10.716	4.822	-3.315	-0.172	-0.012	-0.413
O	31.304	-6.602	-5.463	-0.071	0.648	-0.13
O	-17.839	7.003	-4.09	-0.463	-0.112	-0.018
O	8.408	-6.826	-3.213	0.412	-0.164	0.133
O	2.618	5.564	-5.564	-0.173	0.642	0.361
O	-14.125	-3.505	24.578	-0.259	0.05	-0.175
O	-28.073	-0.449	-3.459	0.026	0.215	-0.141
O	14.831	7.398	-4.148	-0.184	0.252	0.068
O	7.889	-3.614	-6.994	-0.067	0.434	-0.322
O	-17.112	-6.441	23.286	0.206	0.208	-0.619
O	27.388	-1.342	-3.857	0.534	0.373	0.094
O	-0.085	4.041	-2.56	-0.06	-0.431	0.145
O	-3.48	7.991	24.783	0.469	-0.327	-0.456
O	-13.03	4.239	-5.467	0.22	0.027	0.121
O	-16.029	0.219	-3.755	-0.242	0.128	-0.257
O	19.417	2.473	-0.336	0.001	-0.092	-0.462
O	-12.542	1.353	23.133	-0.389	-0.404	0.208
O	-20.136	3.131	25.893	-0.122	0.108	0.39
O	-11.016	5.934	24.421	0.252	0.33	0.062
O	-20.656	-6.074	-1.595	0.298	0.503	0.061
O	-31.168	0.772	-3.475	0.513	-0.177	-0.245
O	29.917	2.67	-3.273	0.087	0.196	-0.299
O	-13.528	5.583	24.961	0.135	0.196	0.249
O	-8.125	-2.601	-0.539	0.057	0.209	-0.591
O	-22.16	2.108	-4.225	-0.083	0.267	-0.371
O	17.724	-6.31	23.127	-0.546	0.196	0.161
O	14.288	-4.83	22.858	-0.164	-0.365	-0.04
O	6.048	4.052	25.975	0.585	0.054	-0.512
O	-7.218	-7.023	-3.323	0.152	0.014	0.335
O	6.903	-7.941	-5.861	0.074	0.374	0.322
O	-28.963	5.616	-3.309	0.516	0.064	-0.205
O	-24.745	2.519	-3.732	-0.004	0.258	-0.369
O	1.575	-4.715	-5.413	-0.288	-0.061	-0.112
O	-20.243	8.021	-6.044	-0.246	-0.044	0.243
O	-25.308	4.684	23.059	-0.079	0.084	0.402
O	27.095	-6.187	-3.728	-0.722	0.141	0.365
O	-27.368	5.457	-0.462	0.112	0.064	-0.342
O	-1.607	-3.645	-1.304	0.096	-0.091	-0.272
O	1.842	3.192	25.495	0.805	-0.135	0.05
O	7.266	-2.272	25.799	-0.046	-0.396	-0.138
O	4.226	-3.829	25.887	-0.067	0.354	-0.121
O	5.855	-6.249	-3.872	-0.25	0.306	-0.081
O	-14.943	-7.592	22.829	0.048	-0.356	0.027
O	-13.251	-5.901	25.424	-0.245	-0.082	-0.269
O	7.032	1.542	-2.034	0.324	-0.071	0.033
O	16.487	2.382	25.691	-0.155	0.233	-0.007
O	21.016	3.26	25.374	0.535	0.23	-0.07
O	-18.024	-6.989	-5.329	0.167	0.616	-0.187
O	24.06	-6.06	-4.314	0.384	0.066	0.065
O	-4.476	-3.366	-6.177	-0.068	-0.176	0.116
O	31.404	4.988	-5.955	0.09	-0.302	0.105
O	24.758	0.082	22.236	0.099	-0.013	0.503

Results
total energy: -406622.294 eV
total energy less fixed offsets of O -438.25, Si -107.07 eV per atom: -9.494 eV
